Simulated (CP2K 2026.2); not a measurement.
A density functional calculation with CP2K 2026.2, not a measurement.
Periodic cell of 2016 atoms, Si1440O576, from a study of silicon, its oxide and their interface. The atomic structure is a simulated model.
Doubt: the forces sum to 4.21 eV/angstrom along one axis rather than to zero, so they err by at least 0.0021 eV/angstrom per atom on average; the grid cutoff is modest.

Settings: functional PBE; method Gaussian and plane waves; basis set DZVP-MOLOPT-SR-GTH; pseudopotentials GTH-PBE; grid cutoff 350 Ry, relative cutoff 50 Ry; k points Gamma only; occupations fixed; spin none; net charge 0.

Cell vectors (angstrom)
a 65.28 0 0
b 0 16.32 0
c -0.9263 3.0627 33.7097

Atoms and the computed forces on them: element, x, y, z (angstrom), force x, y, z (eV/angstrom)
Si 1.109 15.141 0.337 0.148 -0.197 0.795
Si 4.494 0.775 0.189 -0.044 0.166 0.738
Si 1.063 4.205 0.156 0.181 -0.067 0.708
Si 3.851 7.134 0.292 0.109 -0.363 0.741
Si 1.51 9.262 0.3 -0.212 0.341 0.738
Si 4.302 12.192 0.315 -0.291 0.049 0.712
Si 6.703 14.973 0.561 0.048 0.002 0.585
Si 9.148 1.587 0.13 0.191 -0.078 0.747
Si 6.072 6.927 33.702 -0.237 0.098 0.718
Si 9.574 6.577 0.135 0.05 0.134 0.697
Si 6.3 9.845 0.242 0.252 -0.035 0.776
Si 8.825 12.824 0.01 0.202 -0.215 0.753
Si 12.182 14.838 0.121 -0.194 0.264 0.763
Si 14.977 1.174 0.148 -0.117 0.116 0.787
Si 10.884 7.451 33.683 0.13 -0.145 0.733
Si 14.96 6.724 0.3 -0.384 0.298 0.676
Si 11.133 12.719 33.452 0.034 -0.07 0.785
Si 13.509 15.659 33.681 0.383 -0.213 0.73
Si 17.248 15.355 0.019 0.135 -0.177 0.723
Si 20.573 1.201 0.01 -0.323 0.258 0.642
Si 16.224 7.501 33.544 0.557 -0.492 0.46
Si 19.986 7.314 0.169 0.101 -0.316 0.764
Si 17.682 9.487 0.119 -0.175 0.174 0.622
Si 19.582 15.033 33.647 -0.075 0.184 0.684
Si 21.861 18.264 33.652 0.31 -0.258 0.617
Si 24.454 4.845 33.499 0.248 -0.257 0.743
Si 23.141 3.94 0.118 -0.013 0.125 0.663
Si 25.041 9.671 33.61 -0.082 0.209 0.732
Si 21.783 12.791 33.679 0.219 -0.065 0.716
Si 25.067 14.978 33.581 -0.237 0.3 0.686
Si 27.495 17.974 33.628 0.195 -0.126 0.698
Si 30.388 4.306 33.511 -0.254 0.154 0.63
Si 27.284 7.467 33.543 0.152 -0.198 0.697
Si 30.519 9.713 33.365 -0.185 0.193 0.732
Si 28.359 9.845 0.104 0.014 -0.128 0.696
Si 31.571 12.261 0.208 -0.287 0.114 0.6
Si 32.704 18.458 33.559 0.287 -0.201 0.726
Si 36.232 4.034 33.327 -0.215 0.286 0.615
Si 32.609 7.312 33.263 0.303 -0.115 0.639
Si 36.015 9.661 33.519 -0.07 0.096 0.672
Si 32.799 12.971 33.656 0.283 -0.349 0.584
Si 35.881 15.344 33.702 0.085 -0.147 0.697
Si 38.519 18.124 33.554 0.206 -0.16 0.691
Si 41.482 4.299 33.366 0.055 0.003 0.674
Si 38.329 7.506 33.357 0.227 -0.262 0.711
Si 42.078 7.094 0.147 0.017 -0.164 0.779
Si 38.968 12.359 33.586 -0.277 0.139 0.724
Si 42.664 12.039 0.007 -0.216 0.033 0.68
Si 45.351 14.432 0.288 -0.145 0.369 0.725
Si 47.481 1.671 0.186 0.095 -0.266 0.777
Si 45.317 3.928 0.094 -0.272 0.102 0.722
Si 48.058 6.453 0.103 -0.154 0.245 0.749
Si 44.817 9.758 0.017 0.084 -0.141 0.707
Si 47.707 12.278 0.232 0.221 -0.264 0.635
Si 50.364 14.922 0.273 -0.252 0.184 0.665
Si 53.371 0.758 0.055 -0.159 0.422 0.636
Si 50.292 4.235 0.236 0.145 -0.173 0.743
Si 52.93 6.944 0.207 0.168 -0.069 0.741
Si 50.865 9.276 0.263 -0.167 0.02 0.71
Si 53.561 11.912 0.14 -0.302 0.212 0.729
Si 55.714 14.945 0.389 0.143 -0.033 0.639
Si 58.389 1.491 0.193 0.116 -0.06 0.7
Si 56.189 3.691 0.287 -0.159 -0.006 0.771
Si 58.698 6.506 0.275 -0.213 0.169 0.789
Si 55.702 9.627 0.263 0.152 -0.256 0.75
Si 58.923 11.785 0.385 -0.27 0.137 0.779
Si 61.303 14.425 0.231 -0.098 0.349 0.725
Si 64.131 1.01 0.179 -0.263 0.166 0.721
Si 61.018 4.385 0.125 0.131 -0.305 0.702
Si 64.184 6.502 0.158 -0.185 0.197 0.8
Si 61.025 9.484 0.475 0.229 -0.046 0.712
Si 63.684 12.372 0.288 0.142 -0.196 0.772
Si 2.763 16.24 1.566 -0.026 0.023 -0.044
Si 5.429 2.648 1.335 -0.011 -0.003 -0.079
Si 2.71 5.375 1.409 -0.012 0.021 -0.073
Si 5.339 8.252 1.651 0.021 0.018 -0.069
Si 2.653 10.947 1.502 0.021 0.013 -0.062
Si 5.383 13.573 1.824 -0.007 0.001 -0.037
Si 8.115 16.427 1.636 0.026 0.033 -0.033
Si 10.742 2.792 1.366 -0.01 0.027 -0.057
Si 8.051 5.406 1.452 -0.002 -0.015 -0.054
Si 10.751 8.285 1.25 0.027 0.024 -0.058
Si 7.971 11.037 1.376 0.039 0.008 -0.067
Si 10.591 13.679 1.367 0.005 -0.023 -0.033
Si 13.398 16.365 1.43 0.006 -0.006 -0.061
Si 16.191 2.794 1.283 0.006 0.005 -0.052
Si 13.332 5.506 1.403 -0.02 -0.014 -0.017
Si 16.157 8.33 1.457 -0.001 -0.005 -0.042
Si 13.439 10.892 1.244 -0.041 0.023 -0.076
Si 16.143 13.67 1.239 -0.019 0.007 -0.078
Si 18.886 0.133 1.271 0.01 -0.001 -0.053
Si 21.65 2.736 1.412 0.005 0.015 -0.053
Si 18.896 5.482 1.158 0.009 0.011 -0.051
Si 21.62 8.304 1.454 0.01 0.026 -0.06
Si 18.925 10.995 1.376 0.028 -0.012 -0.062
Si 21.662 13.586 1.208 -0.003 -0.013 -0.04
Si 24.385 16.421 1.155 0.032 0.015 -0.05
Si 27.066 2.798 1.122 -0.006 -0.004 -0.027
Si 24.4 5.523 1.283 0.022 0.009 -0.045
Si 27.115 8.21 1.229 0.006 -0.015 -0.035
Si 24.369 10.868 1.21 -0.017 0.004 -0.06
Si 27.016 13.607 1.206 -0.01 -0.045 -0.048
Si 29.889 16.277 1.163 -0.037 -0.002 -0.048
Si 32.529 2.787 1.099 0.01 -0.009 -0.036
Si 29.864 5.548 1.064 0.007 -0.004 -0.042
Si 32.62 8.168 1.06 -0.009 -0.013 -0.021
Si 29.893 11.06 1.34 0.015 -0.003 -0.025
Si 32.762 13.804 1.389 0.017 0.034 -0.025
Si 35.427 16.384 1.006 0.024 0.006 -0.019
Si 38.197 2.705 0.901 0.004 -0.01 -0.017
Si 35.299 5.331 0.914 -0.051 0.023 -0.035
Si 38.157 8.185 1.097 0.02 -0.002 -0.038
Si 35.378 10.951 1.261 0.018 -0.017 -0.057
Si 38.28 13.563 1.242 -0.014 0.061 -0.021
Si 41.047 16.242 1.11 -0.034 0.014 -0.055
Si 43.615 2.683 1.145 0.005 -0.037 -0.049
Si 40.811 5.439 1.178 -0.027 -0.015 -0.054
Si 43.661 8.235 1.399 -0.008 0.003 -0.063
Si 40.987 10.887 1.222 0.017 0.002 -0.025
Si 43.704 13.447 1.546 -0.025 -0.017 -0.053
Si 46.362 16.273 1.361 -0.004 -0.006 -0.025
Si 49.085 2.708 1.527 -0.02 -0.013 -0.059
Si 46.43 5.446 1.46 -0.004 -0.024 -0.075
Si 49.161 8.091 1.389 0.015 0.014 -0.054
Si 46.418 10.746 1.424 -0.009 -0.005 -0.06
Si 49.118 13.504 1.601 -0.014 -0.017 -0.052
Si 51.719 16.318 1.549 0.004 -0.019 -0.045
Si 54.469 2.506 1.342 -0.002 -0.03 -0.035
Si 51.82 5.387 1.551 -0.003 0.001 -0.07
Si 54.529 8.048 1.534 -0.017 0.035 -0.048
Si 51.981 10.829 1.559 0.007 0.025 -0.046
Si 54.5 13.453 1.643 -0.029 -0.023 -0.013
Si 57.266 16.234 1.546 0.002 -0.004 -0.055
Si 59.943 2.703 1.454 -0.001 0.031 -0.052
Si 57.241 5.282 1.636 0.004 -0.003 -0.046
Si 59.801 8 1.724 -0.006 -0.03 -0.045
Si 57.219 10.765 1.605 -0.001 0.014 -0.047
Si 59.92 13.382 1.764 0 -0.017 -0.051
Si 62.467 16.184 1.397 0.009 -0.03 -0.072
Si 65.226 2.641 1.503 0.015 -0.019 -0.048
Si 62.596 5.406 1.514 0.031 0.009 -0.058
Si -0.024 8.066 1.566 -0.028 -0.006 -0.063
Si 62.615 10.755 1.633 -0.024 0.021 -0.063
Si 65.226 13.549 1.599 0.012 -0.007 -0.068
Si 1.385 1.343 2.864 -0.022 -0.012 0.015
Si 4.058 4.001 2.746 0.013 -0.021 0
Si 1.371 6.7 2.88 0.024 0.021 0.029
Si 3.958 9.586 2.968 -0.016 0.02 0.014
Si 1.309 12.204 2.938 0.011 0.017 0.018
Si 3.964 14.916 3.054 -0.005 0.012 0.033
Si 6.708 1.43 2.914 -0.018 0.011 0.045
Si 9.412 4.094 2.833 0.013 -0.011 0.017
Si 6.732 6.795 2.827 0.02 0.001 0.002
Si 9.375 9.598 2.657 -0.008 -0.008 0.028
Si 6.771 12.202 3.027 0.002 -0.01 0.042
Si 9.46 15.026 2.905 0.008 -0.012 0.012
Si 12.098 1.448 2.755 -0.009 0.009 0.006
Si 14.789 4.125 2.675 0.016 0.009 -0.017
Si 12.065 6.95 2.732 -0.013 0.005 0.003
Si 14.786 9.667 2.744 -0.023 0.005 -0.004
Si 12.018 12.235 2.631 0.022 0.003 0.023
Si 14.814 14.985 2.708 -0.003 -0.008 0.031
Si 17.58 1.491 2.671 -0.023 -0.031 0.017
Si 20.247 4.172 2.605 -0.008 0.03 -0.003
Si 17.572 6.846 2.653 0.001 -0.033 0.026
Si 20.263 9.652 2.779 -0.026 -0.007 0.056
Si 17.527 12.368 2.644 0 0.02 0.002
Si 20.267 14.99 2.557 0.029 0.023 0.005
Si 23.058 1.368 2.665 0.03 -0.012 0.042
Si 25.775 4.135 2.6 0.015 -0.016 0.035
Si 23.033 6.87 2.644 0.013 -0.008 0.007
Si 25.723 9.529 2.592 0 0.001 0.029
Si 23.061 12.291 2.584 -0.009 -0.006 0.012
Si 25.724 15.045 2.528 -0.006 0.003 0.018
Si 28.472 1.389 2.433 0.036 0.037 0.015
Si 31.195 4.158 2.459 -0.038 -0.025 0.014
Si 28.551 6.878 2.524 0.007 -0.001 0.015
Si 31.28 9.548 2.513 0.016 0.006 0.004
Si 28.459 12.363 2.629 -0.004 0.021 0.025
Si 31.256 15.063 2.634 -0.019 -0.019 0.041
Si 34.048 1.454 2.396 -0.012 0.002 -0.015
Si 36.734 4.015 2.318 0.026 -0.007 0.001
Si 34.029 6.78 2.368 0.013 -0.002 0.02
Si 36.786 9.526 2.49 -0.001 -0.001 0.025
Si 34.089 12.343 2.644 0.023 -0.014 0.038
Si 36.764 14.975 2.44 0 0.005 0.026
Si 39.595 1.384 2.368 -0.019 -0.014 0.027
Si 42.221 4.054 2.495 0.012 0.016 0.015
Si 39.467 6.82 2.543 0.012 0.02 0.022
Si 42.27 9.568 2.715 -0.003 0.007 0.045
Si 39.601 12.213 2.595 -0.021 -0.03 -0.008
Si 42.268 14.923 2.649 0.014 0.029 -0.019
Si 44.921 1.322 2.637 0.006 0.02 0.003
Si 47.721 4.074 2.863 0.009 0.008 0.037
Si 45.002 6.814 2.706 -0.022 -0.011 0.005
Si 47.756 9.39 2.763 0.033 0.002 0.019
Si 45.084 12.108 2.847 0.009 -0.021 0.039
Si 47.716 14.951 2.814 0.016 0.005 0.029
Si 50.429 1.372 2.895 -0.046 -0.034 0.032
Si 53.188 3.936 2.778 0.047 -0.014 0.001
Si 50.442 6.75 2.87 -0.015 0.025 0.033
Si 53.244 9.437 2.953 -0.015 -0.018 0.014
Si 50.518 12.137 2.872 -0.002 -0.018 0.005
Si 53.058 14.85 2.884 0.012 0.041 -0.001
Si 55.825 1.245 2.861 0 0.024 0.017
Si 58.629 3.971 2.963 0.001 -0.007 0.026
Si 55.852 6.676 2.904 0.003 0.011 -0.001
Si 58.487 9.399 3.032 -0.011 0.018 0.03
Si 55.898 12.148 2.98 0.011 -0.004 0.032
Si 58.558 14.864 2.951 -0.025 -0.009 -0.004
Si 61.23 1.28 2.819 0.011 0 -0.003
Si 63.887 3.986 2.889 0.001 0.011 0.018
Si 61.272 6.701 2.978 0.009 -0.014 0.035
Si 63.955 9.412 2.97 -0.006 -0.005 0.012
Si 61.296 12.073 3.085 0.023 -0.011 0.033
Si 63.836 14.913 2.898 -0.021 0 0.05
Si -0.014 16.278 4.218 0.007 0.002 -0.036
Si 2.718 2.709 4.221 0.004 0.001 0.002
Si -0.011 5.359 4.242 -0.007 0.01 -0.012
Si 2.66 8.119 4.27 -0.021 0.009 -0.016
Si 0.007 10.809 4.309 -0.008 0.007 -0.009
Si 2.628 13.54 4.358 0.004 -0.017 0.001
Si 5.375 16.341 4.28 0.009 0.022 -0.032
Si 8.088 2.758 4.249 0.026 -0.002 -0.004
Si 5.377 5.399 4.158 -0.021 -0.02 -0.019
Si 8.098 8.2 4.12 0.007 0.04 -0.002
Si 5.37 10.865 4.334 -0.01 0.002 0.001
Si 8.118 13.646 4.273 0.007 -0.013 -0.015
Si 10.823 16.396 4.192 -0.003 0.015 0.004
Si 13.492 2.78 4.092 -0.003 0.004 0.013
Si 10.77 5.528 4.121 -0.01 -0.008 -0.018
Si 13.475 8.248 4.092 0 -0.005 -0.004
Si 10.744 10.901 4.086 -0.004 0.001 -0.012
Si 13.436 13.603 4.025 0.004 -0.008 -0.029
Si 16.206 16.397 4.008 -0.002 0.008 -0.007
Si 18.937 2.826 4.022 0.004 -0.003 0.021
Si 16.187 5.502 4.008 0.006 0.019 0.009
Si 18.919 8.206 4.044 0.025 -0.008 -0.006
Si 16.201 11 4.044 0.023 -0.001 0.018
Si 18.921 13.698 3.992 -0.004 0.003 -0.001
Si 21.651 16.329 3.954 -0.008 0.011 0.003
Si 24.422 2.775 3.967 -0.002 -0.009 0.002
Si 21.65 5.504 3.963 -0.009 -0.01 0.011
Si 24.395 8.217 3.995 0.014 0.008 0.018
Si 21.699 10.998 4.024 0.005 0 0.009
Si 24.396 13.684 3.924 -0.005 -0.001 0.008
Si 27.14 16.386 3.864 -0.009 0.011 0.002
Si 29.849 2.769 3.812 0.005 -0.024 -0.013
Si 27.184 5.506 3.895 -0.013 0.009 0.003
Si 29.913 8.223 3.891 -0.017 0.009 0.009
Si 27.117 10.927 3.917 -0.016 0.001 -0.004
Si 29.87 13.697 3.954 -0.013 0.009 -0.014
Si 32.685 16.448 3.85 0.029 -0.01 0.007
Si 35.399 2.759 3.799 -0.014 0.014 0.041
Si 32.631 5.491 3.789 0.007 0.003 -0.015
Si 35.384 8.14 3.793 -0.001 0.003 -0.008
Si 32.652 10.925 3.87 -0.018 0.007 0.008
Si 35.467 13.685 3.934 0.009 0.013 0.041
Si 38.157 16.367 3.761 0.018 -0.011 -0.015
Si 40.86 2.709 3.864 -0.011 -0.017 -0.004
Si 38.059 5.408 3.784 -0.006 -0.018 -0.007
Si 40.848 8.147 3.946 0.001 0.002 -0.006
Si 38.149 10.871 3.885 -0.003 -0.006 -0.006
Si 40.887 13.587 3.988 0.018 -0.016 0.029
Si 43.589 16.298 4.023 0.009 -0.001 0.002
Si 46.286 2.657 4.065 0.019 -0.016 -0.003
Si 43.573 5.399 3.934 -0.009 -0.011 -0.002
Si 46.353 8.097 4.129 -0.004 0.007 -0.007
Si 43.622 10.838 4.14 -0.001 -0.015 0.014
Si 46.366 13.568 4.154 -0.017 0.006 0.001
Si 49.066 16.277 4.192 0.01 -0.015 -0.005
Si 51.807 2.688 4.225 -0.005 0.018 0.015
Si 49.075 5.404 4.224 -0.012 0.007 0.014
Si 51.8 8.094 4.238 0 0.003 -0.004
Si 49.083 10.778 4.145 -0.011 0.023 0.011
Si 51.769 13.509 4.284 0.036 -0.018 0.02
Si 54.463 16.207 4.225 -0.007 0.001 -0.009
Si 57.188 2.611 4.247 -0.019 -0.001 -0.017
Si 54.489 5.3 4.215 -0.021 0.001 0.002
Si 57.148 8.027 4.341 -0.009 0.002 0
Si 54.553 10.784 4.334 0 -0.013 -0.008
Si 57.206 13.53 4.331 0.006 -0.011 0.006
Si 59.908 16.258 4.26 0.015 0.003 -0.011
Si 62.563 2.614 4.252 -0.01 0.009 0.004
Si 59.938 5.331 4.341 -0.009 -0.003 -0.013
Si 62.591 8.079 4.337 -0.02 0.006 0.002
Si 59.876 10.743 4.38 0.006 0.023 -0.006
Si 62.601 13.535 4.357 0.011 -0.017 -0.007
Si 1.369 14.915 16.546 -0.011 -0.011 -0.013
Si 4.168 17.698 16.497 0.003 0.01 -0.01
Si 1.418 4.069 16.589 -0.001 0.001 0.006
Si 4.166 6.761 16.537 0 -0.011 0.001
Si 1.444 9.469 16.557 -0.002 0.007 -0.005
Si 4.136 12.214 16.533 0 0.001 -0.011
Si 6.859 14.954 16.473 0.001 -0.011 0.001
Si 9.56 17.703 16.453 -0.005 0.005 -0.01
Si 6.869 4.059 16.54 -0.012 -0.021 0.01
Si 9.606 6.799 16.451 -0.005 0.017 0
Si 6.896 9.504 16.491 0.002 0.009 0
Si 9.618 12.26 16.416 0.011 -0.005 -0.003
Si 12.286 14.982 16.414 -0.001 -0.015 0.012
Si 15.013 17.725 16.278 0 -0.008 -0.006
Si 12.27 4.112 16.368 -0.004 -0.009 -0.001
Si 15.017 6.842 16.298 0.007 -0.002 -0.002
Si 12.315 9.534 16.359 -0.004 -0.01 -0.008
Si 15.037 12.309 16.316 0.016 0.003 0.004
Si 17.756 15.021 16.237 -0.007 -0.006 -0.001
Si 20.478 17.745 16.227 0.004 -0.004 0.005
Si 17.715 4.126 16.238 -0.012 -0.004 0
Si 20.486 6.912 16.148 0.004 -0.004 -0.015
Si 17.727 9.603 16.2 0.005 -0.021 -0.007
Si 20.453 12.338 16.149 0.005 0.001 -0.012
Si 23.187 15.104 16.157 0.006 0.003 0
Si 25.869 1.509 16.127 0.021 0.006 0.001
Si 23.18 4.176 16.126 -0.013 -0.009 -0.004
Si 25.862 6.919 16.082 -0.001 -0.004 -0.016
Si 23.155 9.627 16.126 0.012 -0.014 -0.008
Si 25.896 12.412 16.136 0.003 0.008 0.009
Si 28.579 15.078 16.097 0.009 -0.001 -0.005
Si 31.279 1.481 16.065 0.007 -0.006 -0.017
Si 28.558 4.239 16.116 -0.001 -0.001 -0.009
Si 31.252 6.944 16.119 0.021 -0.002 -0.009
Si 28.608 9.677 16.104 0.017 0.008 0
Si 31.262 12.34 16.112 -0.008 0.002 -0.007
Si 33.998 15.061 16.089 0.012 -0.001 -0.019
Si 36.69 17.736 16.16 0.005 0.004 -0.003
Si 34.006 4.186 16.094 0.017 0.01 -0.007
Si 36.674 6.829 16.15 -0.007 0.002 -0.007
Si 33.953 9.614 16.135 0 -0.004 -0.014
Si 36.652 12.293 16.112 0.009 0.005 -0.014
Si 39.373 14.955 16.195 -0.002 -0.012 -0.008
Si 42.006 17.636 16.182 -0.02 0.003 -0.008
Si 39.328 4.065 16.187 -0.012 -0.003 -0.007
Si 42.054 6.772 16.154 0.005 -0.001 -0.015
Si 39.359 9.496 16.115 0 0 -0.02
Si 42.089 12.209 16.255 0.02 0.007 0.009
Si 44.697 14.849 16.18 -0.025 0.005 -0.005
Si 47.497 17.606 16.253 -0.006 0.01 -0.027
Si 44.782 4.045 16.2 0.006 0.001 -0.023
Si 47.566 6.763 16.316 0 0.025 -0.003
Si 44.811 9.522 16.27 0.014 0.017 0.005
Si 47.469 12.073 16.26 -0.016 -0.005 0.003
Si 50.223 14.862 16.324 -0.002 0.006 -0.03
Si 52.972 17.593 16.408 -0.008 0.011 -0.007
Si 50.273 4.034 16.364 0.008 0.009 0.004
Si 52.948 6.618 16.521 -0.016 0.003 0.001
Si 50.232 9.32 16.388 -0.005 -0.014 -0.007
Si 53 12.101 16.411 -0.005 0.02 -0.018
Si 55.724 14.836 16.48 0.001 0.001 -0.002
Si 58.399 17.531 16.6 -0.012 -0.011 0.013
Si 55.655 3.921 16.589 -0.02 -0.005 0.013
Si 58.474 6.662 16.548 -0.008 0 0
Si 55.727 9.394 16.484 -0.003 0.009 -0.006
Si 58.478 12.112 16.536 -0.015 0.015 -0.007
Si 61.156 14.859 16.574 0.01 -0.028 0.005
Si 63.949 17.611 16.573 -0.011 -0.003 -0.006
Si 61.176 3.974 16.598 -0.003 0.014 0.006
Si 63.953 6.733 16.624 0.006 -0.015 0.001
Si 61.239 9.426 16.6 -0.002 0.01 0.012
Si 63.947 12.162 16.534 -0.001 0.007 -0.014
Si 2.772 16.344 17.79 -0.029 0.009 -0.051
Si 5.517 2.692 17.939 -0.003 -0.003 0.026
Si 2.797 5.454 17.951 -0.012 0.01 -0.012
Si 5.581 8.101 17.863 0.007 0.009 -0.025
Si 2.825 10.819 17.919 -0.012 -0.009 0.019
Si 5.509 13.601 17.854 -0.003 -0.002 0.021
Si 8.216 16.325 17.823 -0.017 0.017 0.002
Si 10.92 2.776 17.779 0.005 0.01 0
Si 8.285 5.427 17.854 0.031 -0.018 -0.016
Si 11.023 8.147 17.771 0.019 0.002 0.009
Si 8.315 10.877 17.784 -0.011 -0.02 0.011
Si 10.939 13.616 17.825 0.001 0.007 0.01
Si 13.695 16.379 17.681 -0.002 0.014 0.013
Si 16.377 2.744 17.634 0.005 0.008 -0.001
Si 13.669 5.47 17.674 -0.016 0.012 -0.021
Si 16.377 8.265 17.586 0.005 -0.007 0.007
Si 13.661 10.951 17.663 -0.003 -0.014 -0.012
Si 16.446 13.667 17.642 -0.003 0.004 0.027
Si 19.11 16.38 17.597 0.018 -0.003 0.005
Si 21.918 2.774 17.526 0.021 0.01 0.002
Si 19.142 5.527 17.461 -0.013 0.004 -0.012
Si 21.823 8.283 17.535 -0.014 0.009 -0.004
Si 19.148 10.935 17.506 0.001 -0.008 -0.019
Si 21.782 13.76 17.464 -0.026 -0.01 0.007
Si 24.57 16.46 17.525 -0.028 -0.008 0.007
Si 27.177 2.923 17.482 -0.022 -0.012 0.018
Si 24.501 5.588 17.457 0.015 0.019 -0.013
Si 27.219 8.313 17.386 -0.022 -0.003 0.003
Si 24.517 11.027 17.424 -0.006 -0.002 -0.007
Si 27.241 13.789 17.535 -0.025 0.022 0.005
Si 29.913 16.475 17.421 -0.001 0.004 0.007
Si 32.664 2.815 17.407 -0.013 -0.013 0.002
Si 29.891 5.616 17.489 -0.023 0.02 0.035
Si 32.545 8.332 17.516 -0.018 0.021 -0.011
Si 29.948 11.002 17.545 0.005 -0.025 0.018
Si 32.625 13.729 17.414 -0.003 0.009 0.022
Si 35.309 16.414 17.506 -0.02 0.001 0.001
Si 38.033 2.695 17.615 0.013 -0.019 0.042
Si 35.289 5.539 17.534 0.006 -0.003 0.038
Si 38.072 8.132 17.517 0.033 -0.013 -0.008
Si 35.326 10.949 17.492 -0.015 0.001 0.024
Si 37.977 13.616 17.522 0.017 -0.009 0.017
Si 40.702 16.279 17.619 0.011 0.009 0.005
Si 43.329 2.727 17.479 0.012 0.007 -0.001
Si 40.64 5.478 17.514 0.009 0.016 -0.007
Si 43.392 8.138 17.496 -0.011 -0.006 0.006
Si 40.683 10.805 17.511 -0.006 -0.022 0.017
Si 43.394 13.573 17.691 -0.007 0.013 0.014
Si 46.049 16.21 17.464 0.017 0.006 -0.02
Si 48.879 2.644 17.594 -0.008 -0.012 -0.024
Si 46.171 5.38 17.552 -0.003 0.007 -0.017
Si 48.882 8.016 17.856 0.009 -0.015 0.025
Si 46.165 10.788 17.762 0.021 -0.016 0.027
Si 48.815 13.442 17.551 0.003 0.013 -0.02
Si 51.576 16.228 17.679 -0.013 0.003 -0.013
Si 54.208 2.56 17.95 0 -0.001 0
Si 51.519 5.307 17.94 0.002 0.013 0.022
Si 54.364 7.994 17.798 0.012 -0.003 -0.019
Si 51.621 10.676 17.672 0.013 -0.016 -0.007
Si 54.367 13.444 17.784 0.001 -0.005 0.001
Si 56.975 16.175 17.964 -0.001 0.004 0.013
Si 59.805 2.553 17.931 0.01 0.009 -0.019
Si 57.099 5.271 17.882 0.011 -0.004 -0.001
Si 59.828 8.045 17.908 0.01 -0.014 -0.026
Si 57.114 10.718 17.859 0.012 -0.029 -0.021
Si 59.764 13.502 17.943 -0.012 0.02 0.037
Si 62.56 16.221 17.891 0.001 0.01 -0.024
Si 0.061 2.662 17.914 0.012 -0.001 -0.011
Si 62.532 5.366 17.951 -0.011 0.008 -0.015
Si 0.104 8.112 17.943 -0.008 -0.013 -0.022
Si 62.66 10.789 17.944 0.026 -0.014 0.002
Si -0.005 13.532 17.902 0.005 0.012 0.002
Si 1.508 17.663 19.251 0.024 0.015 -0.009
Si 4.159 4.092 19.294 0.003 -0.012 -0.035
Si 1.487 6.842 19.372 0.05 -0.007 -0.016
Si 4.25 9.429 19.243 -0.01 0.009 -0.014
Si 1.399 12.182 19.222 -0.003 -0.02 -0.044
Si 4.113 15.033 19.142 0.014 -0.007 -0.008
Si 6.89 17.606 19.288 -0.013 -0.007 -0.005
Si 9.613 4.086 19.27 0.001 0 0.015
Si 6.994 6.796 19.245 -0.018 0.029 0.021
Si 9.739 9.548 19.136 -0.002 0.011 -0.025
Si 6.946 12.22 19.128 -0.016 -0.008 -0.046
Si 9.554 14.979 19.197 0.011 -0.03 -0.007
Si 12.318 17.724 19.045 0.023 -0.001 -0.019
Si 15.016 4.095 18.991 -0.009 -0.024 -0.021
Si 12.378 6.767 19.144 -0.008 0.015 -0.022
Si 15.001 9.592 18.993 0.011 -0.019 -0.014
Si 12.373 12.264 19.133 -0.004 0.005 -0.007
Si 15.109 15.052 19.01 0.006 0.005 -0.026
Si 17.736 17.692 18.979 -0.012 -0.021 -0.025
Si 20.501 4.138 18.763 0.002 0.018 -0.043
Si 17.856 6.935 18.81 0.031 0.022 -0.031
Si 20.505 9.653 18.925 -0.01 -0.011 -0.011
Si 17.871 12.263 18.909 -0.027 0.027 -0.021
Si 20.504 15.061 18.958 0.015 -0.01 0.011
Si 23.308 17.801 18.975 -0.009 0.011 -0.012
Si 25.832 4.313 18.874 0.018 -0.018 -0.003
Si 23.182 6.915 18.867 0.002 -0.011 -0.013
Si 25.878 9.659 18.74 -0.001 -0.008 -0.027
Si 23.167 12.418 18.737 0.018 -0.024 -0.031
Si 25.95 15.205 18.952 0.04 0.011 -0.015
Si 28.545 17.851 18.763 0.001 -0.02 -0.025
Si 31.325 4.201 18.707 0.011 0.006 -0.018
Si 28.533 7.057 18.835 0.01 0.005 -0.008
Si 31.25 9.664 19.023 0.023 -0.022 0.002
Si 28.601 12.412 18.859 0.008 0.002 0.011
Si 31.337 15.176 18.749 0.011 0.025 -0.024
Si 33.974 17.826 18.857 0.012 -0.006 -0.012
Si 36.664 4.15 18.872 -0.009 0.001 -0.048
Si 33.89 6.978 18.841 0.015 -0.01 -0.022
Si 36.721 9.527 18.781 0 0.01 -0.03
Si 33.915 12.338 18.783 0.011 0.003 -0.033
Si 36.643 15.041 18.863 0.018 0.005 -0.01
Si 39.365 17.584 19.051 -0.036 0.019 -0.017
Si 41.961 4.108 18.825 -0.01 -0.024 -0.013
Si 39.38 6.804 19.01 -0.002 0.034 0.001
Si 41.961 9.373 18.886 -0.036 -0.052 -0.016
Si 39.316 12.175 18.827 -0.011 -0.009 -0.032
Si 41.992 14.935 19.086 0.015 -0.016 -0.004
Si 44.647 17.595 18.718 -0.012 -0.026 -0.053
Si 47.532 4.017 18.905 0.024 0.031 -0.033
Si 44.816 6.824 18.787 0.022 0.007 -0.024
Si 47.538 9.411 19.209 -0.019 0.042 -0.028
Si 44.768 12.205 19.058 0.012 0.023 -0.013
Si 47.339 14.773 18.78 -0.018 -0.009 -0.058
Si 50.167 17.59 18.98 0.027 0.026 -0.027
Si 52.783 3.878 19.355 -0.03 -0.055 0.007
Si 50.14 6.64 19.393 -0.016 -0.002 0.006
Si 52.932 9.311 19.093 -0.014 -0.006 -0.025
Si 50.165 12.039 18.866 -0.007 -0.01 -0.044
Si 52.918 14.832 18.998 0.006 0.017 -0.064
Si 55.488 17.454 19.344 0.003 -0.058 -0.016
Si 58.381 3.843 19.273 -0.015 0.013 -0.009
Si 55.753 6.677 19.184 0.008 0.037 -0.013
Si 58.445 9.36 19.278 -0.022 0.008 -0.031
Si 55.737 12.075 19.163 0.011 0.013 -0.03
Si 58.304 14.794 19.357 -0.002 -0.023 -0.044
Si 61.161 17.483 19.285 -0.017 0.003 -0.006
Si 63.914 3.969 19.238 -0.02 0.004 -0.01
Si 61.17 6.748 19.326 0.023 -0.016 0.004
Si 64.102 9.474 19.348 -0.037 0.061 -0.004
Si 61.237 12.16 19.211 0.015 0.002 -0.025
Si 63.917 14.908 19.277 0.029 -0.008 -0.004
Si 0.158 16.24 20.535 -0.013 -0.034 0.053
Si 2.805 2.741 20.707 -0.027 0.002 0.019
Si 0.036 5.394 20.537 0.002 -0.004 0.022
Si 2.933 8.194 20.776 -0.013 -0.016 0.08
Si 0.206 10.834 20.775 0.012 -0.035 0.063
Si 2.785 13.63 20.432 -0.022 0.001 0.069
Si 5.416 16.291 20.637 0.016 0.038 0.062
Si 8.283 2.643 20.644 0.011 0.01 0.029
Si 5.645 5.409 20.588 -0.003 -0.049 0.061
Si 8.46 8.154 20.531 0.01 0.001 0.062
Si 5.714 10.766 20.504 0.054 -0.008 0.047
Si 8.164 13.632 20.563 -0.016 0.013 0.077
Si 11.002 16.346 20.442 0.025 0.008 0.052
Si 13.659 2.771 20.421 -0.024 0.026 0.065
Si 11.07 5.423 20.62 0.004 0.003 0.033
Si 13.713 8.214 20.442 -0.015 -0.003 0.022
Si 11.083 10.901 20.566 -0.003 -0.043 0.05
Si 13.766 13.69 20.372 0.006 0.008 0.059
Si 16.457 16.362 20.465 0.007 -0.001 0.071
Si 19.193 2.76 20.137 0.021 -0.012 0.056
Si 16.49 5.535 20.067 0.003 0.021 0.034
Si 19.174 8.273 20.281 -0.015 -0.015 0.056
Si 16.447 10.957 20.231 -0.001 0.023 0.061
Si 19.227 13.587 20.312 0.038 -0.005 0.027
Si 21.913 16.429 20.308 -0.02 -0.019 0.041
Si 24.632 2.944 20.363 -0.016 -0.029 0.049
Si 21.817 5.489 20.139 0.015 -0.014 0.09
Si 24.537 8.34 20.15 0.027 0.006 0.059
Si 21.874 11.108 20.177 -0.03 0.025 0.064
Si 24.507 13.764 20.098 -0.02 -0.002 0.039
Si 27.266 16.676 20.351 -0.032 0.022 0.055
Si 29.943 2.897 20.023 0.007 -0.008 0.034
Si 27.148 5.753 20.195 -0.019 0.027 0.037
Si 29.768 8.372 20.38 -0.029 0.026 0.031
Si 27.185 11.03 20.125 0.004 -0.007 0.046
Si 29.99 13.857 20.093 -0.029 0.007 0.066
Si 32.594 16.551 20.236 -0.021 -0.007 0.044
Si 35.289 2.855 20.25 0 -0.009 0.07
Si 32.508 5.595 20.14 -0.003 0.04 0.049
Si 35.316 8.315 20.156 -0.032 -0.008 0.047
Si 32.65 11.091 20.32 -0.035 -0.005 0.08
Si 35.236 13.698 20.132 -0.016 0.001 0.031
Si 37.925 16.223 20.453 0.036 0.019 0.026
Si 40.727 2.758 20.303 -0.01 -0.022 0.058
Si 37.981 5.457 20.32 -0.007 -0.004 0.084
Si 40.769 8.03 20.505 0.033 0.01 0.043
Si 38.058 10.771 20.23 0.031 -0.021 0.022
Si 40.523 13.488 20.321 0.002 0.026 0.077
Si 43.414 16.41 20.311 -0.026 -0.013 0.078
Si 46.086 2.566 19.954 0.014 -0.024 0.004
Si 43.411 5.482 20.023 -0.034 0.023 0.039
Si 46.068 7.981 20.408 0.03 -0.011 0.057
Si 43.273 10.774 20.159 0.006 0.011 0.036
Si 46.142 13.595 20.422 0.001 -0.021 0.063
Si 48.705 16.118 20.023 -0.008 -0.016 0.017
Si 51.271 2.461 20.709 -0.002 0.043 0.09
Si 48.64 5.153 20.674 0.027 0.01 0.095
Si 51.613 8.088 20.648 0.021 -0.005 0.086
Si 48.971 10.856 20.483 -0.005 -0.032 0.083
Si 51.518 13.392 20.134 0.013 -0.017 0.046
Si 54.042 16.019 20.674 0.036 0.027 0.076
Si 56.905 2.491 20.629 0.023 0.029 0.057
Si 54.312 5.322 20.458 0.013 0.009 0.042
Si 57.108 7.987 20.694 0.007 -0.009 0.012
Si 54.348 10.658 20.382 0.011 -0.019 0.035
Si 56.919 13.368 20.746 0.032 0.025 0.04
Si 59.759 16.137 20.66 -0.001 -0.029 0.062
Si 62.571 2.5 20.598 0.017 -0.016 0.022
Si 59.751 5.261 20.584 0.008 0.022 -0.019
Si 62.664 8.152 20.638 0.003 -0.014 0.009
Si 59.871 10.773 20.503 -0.011 0.007 0.064
Si 62.509 13.545 20.637 -0.044 0.017 0.029
Si 1.237 14.64 21.904 0.296 0.315 -0.691
Si 4.402 17.953 22.044 -0.124 -0.179 -0.675
Si 1.047 3.8 21.888 0.325 0.161 -0.729
Si 4.351 6.724 22.006 -0.041 0.102 -0.783
Si 2.111 10.047 22.096 -0.266 -0.231 -0.785
Si 4.275 12.25 21.524 0.007 -0.004 -0.503
Si 6.357 14.518 21.877 0.108 0.068 -0.719
Si 9.928 17.82 21.905 -0.222 -0.08 -0.668
Si 6.721 3.807 21.952 0.126 0.107 -0.725
Si 10.003 7.032 21.951 -0.142 -0.09 -0.702
Si 7.434 9.772 21.851 -0.398 -0.159 -0.829
Si 9.477 12.139 21.774 0.231 0.143 -0.769
Si 12.61 15.232 21.71 -0.113 -0.228 -0.75
Si 14.77 17.505 21.685 0.276 0.04 -0.791
Si 12.146 3.778 21.954 0.163 0.221 -0.731
Si 15.453 7.053 21.461 -0.185 0.006 -0.659
Si 12.219 9.292 21.943 0.099 0.221 -0.708
Si 15.392 12.542 21.579 -0.111 -0.053 -0.759
Si 17.657 14.665 21.622 0.025 0.244 -0.686
Si 20.668 17.953 21.565 -0.15 -0.186 -0.685
Si 18.05 4.376 21.308 -0.114 -0.104 -0.741
Si 20.269 6.577 21.478 0.128 0.267 -0.734
Si 17.545 9.393 21.548 0.19 0.104 -0.655
Si 20.919 12.633 21.695 -0.276 -0.158 -0.725
Si 23.126 14.883 21.595 0.073 0.189 -0.688
Si 26.45 2.196 21.737 -0.156 -0.183 -0.733
Si 22.833 3.92 21.536 0.219 0.068 -0.753
Si 26.023 7.306 21.609 -0.055 -0.205 -0.71
Si 23.429 9.949 21.412 -0.072 -0.086 -0.684
Si 25.582 12.16 21.357 0.085 0.063 -0.785
Si 28.929 15.453 21.424 -0.196 0.021 -0.798
Si 30.981 17.765 21.529 0.289 0.056 -0.697
Si 28.666 4.382 21.26 0.012 0.031 -0.453
Si 30.838 6.598 21.496 -0.028 0.066 -0.646
Si 28.147 9.619 21.709 0.354 0.056 -0.676
Si 31.521 12.82 21.505 -0.083 -0.296 -0.812
Si 33.775 14.962 21.493 0.168 0.156 -0.733
Si 36.803 17.972 21.611 -0.22 -0.219 -0.793
Si 34.111 4.525 21.449 -0.075 -0.255 -0.811
Si 36.357 6.704 21.489 0.254 0.077 -0.772
Si 34.373 9.984 21.536 -0.118 0.036 -0.639
Si 36.555 12.179 21.31 -0.015 -0.016 -0.443
Si 38.777 14.334 21.726 0.096 0.188 -0.785
Si 42.484 18.187 21.597 -0.215 -0.244 -0.689
Si 39.106 3.824 21.624 0.127 0.267 -0.76
Si 42.567 6.869 21.715 -0.377 -0.051 -0.643
Si 39.575 9.664 21.758 -0.131 -0.209 -0.714
Si 41.738 11.885 21.52 -0.031 0.067 -0.704
Si 45.052 15.347 21.604 -0.038 -0.143 -0.733
Si 47.267 17.412 21.276 -0.012 -0.04 -0.543
Si 44.744 3.992 21.134 0.104 0.038 -0.573
Si 46.811 6.158 21.806 0.217 0.195 -0.785
Si 44.46 9.297 21.478 0.132 -0.04 -0.67
Si 47.873 12.562 21.697 -0.093 -0.09 -0.712
Si 50.007 14.699 21.289 -0.048 -0.075 -0.514
Si 52.162 16.919 21.875 0.281 0.191 -0.688
Si 49.377 3.275 22.043 0.323 0.25 -0.695
Si 53.326 6.926 21.823 -0.253 0.016 -0.743
Si 50.696 9.933 21.872 -0.083 -0.15 -0.74
Si 52.892 12.077 21.474 0.024 0.013 -0.529
Si 55.028 14.267 21.967 0.198 0.154 -0.741
Si 58.283 17.421 21.944 -0.063 -0.058 -0.654
Si 55.801 4.194 21.848 -0.117 -0.247 -0.712
Si 58.174 6.28 22.001 0.213 0.287 -0.653
Si 55.471 9.208 21.867 0.221 0.121 -0.716
Si 58.674 12.207 21.887 -0.247 0.013 -0.689
Si 60.829 14.525 22.034 0.188 0.202 -0.723
Si 64.259 17.738 21.842 -0.22 -0.097 -0.668
Si 61.41 4.134 21.784 -0.322 -0.339 -0.618
Si 63.691 6.418 21.857 0.315 0.377 -0.559
Si 61.231 9.493 21.923 0.194 0.105 -0.65
Si 64.182 12.471 21.862 -0.175 -0.386 -0.69
Si 64.102 16.951 24.826 0.069 0.011 -0.053
Si 3.885 17.001 25.001 -0.028 -0.043 -0.183
Si 1.879 8.449 24.716 0.144 0.089 -0.107
Si 6.352 8.04 24.104 -0.024 -0.153 -0.099
Si 6.619 15.466 24.845 -0.07 0.028 -0.15
Si 8.215 5.573 24.161 0.041 -0.017 -0.151
Si 13.357 5.115 28.789 0.112 -0.081 0.028
Si 16.17 18.004 24.261 0.012 0.029 -0.036
Si 14.158 10.483 26.726 -0.013 0.004 -0.015
Si 9.117 6.483 28.756 0.023 0.152 -0.05
Si 1.719 4.898 26.7 -0.153 0.008 -0.026
Si 13.006 4.578 24.957 -0.025 -0.042 -0.159
Si 12.18 2.868 27.195 0.06 -0.062 -0.028
Si 10.459 8.985 29.974 -0.009 -0.103 0.06
Si 18.871 4.789 28.217 -0.021 0.029 0.022
Si 17.95 7.686 28.153 0.028 0.082 0.058
Si 2.2 11.997 29.49 -0.07 -0.025 -0.004
Si 11.323 13.436 23.923 0.082 0.048 -0.136
Si 16.099 3.455 28.571 -0.026 -0.024 0.086
Si 25.287 18.3 24.714 0.011 0.087 -0.132
Si 20.316 4.608 25.589 0.052 -0.017 -0.064
Si 20.395 7.392 24.393 -0.014 -0.022 -0.172
Si 22.091 18.52 30.689 0.004 -0.16 0.141
Si 13.134 16.245 28.037 -0.025 0.087 0.061
Si 31.173 11.382 24.078 0.13 -0.015 -0.013
Si 31.664 4.163 26.453 0.003 0.011 0.003
Si 24.853 7.068 24.497 -0.12 -0.021 -0.15
Si 29.044 16.244 28.751 0.131 -0.11 -0.016
Si 24.91 18.327 29.335 0.079 -0.045 0.09
Si 24.75 15.39 24.313 -0.074 -0.017 -0.164
Si 32.012 3.188 29.2 -0.093 0.035 -0.034
Si 32.643 2.914 23.669 -0.105 -0.028 -0.04
Si 22.394 9.677 29.242 -0.078 0.081 0.104
Si 29.73 13.875 30.169 -0.061 0.025 -0.051
Si 34.505 18.027 29.196 -0.032 0.04 -0.019
Si 26.396 10.902 26.779 0.005 0.104 0.128
Si 34.815 16.911 23.72 0.052 0.042 -0.206
Si 39.643 5.107 24.433 -0.119 -0.028 -0.095
Si 37.349 6.3 28.47 -0.192 0.05 0.054
Si 33.575 11.757 26.069 -0.017 0.06 -0.022
Si 28.383 11.276 24.513 -0.079 -0.048 -0.242
Si 24.766 13.659 26.66 0.059 -0.019 0.04
Si 43.586 12.438 26.17 -0.08 -0.055 0.047
Si 42.821 18.416 24.46 -0.054 0.009 -0.07
Si 42.603 5.236 24.524 0.052 0.069 -0.159
Si 46.147 11.184 26.532 0.101 -0.003 0.024
Si 42.227 9.899 26.736 0.014 -0.052 0.025
Si 40.841 17.008 26.313 0.146 -0.028 -0.085
Si 46.992 15.717 27.193 -0.068 0.092 -0.019
Si 44.91 16.895 25.785 0.084 0.038 -0.015
Si 43.2 7.019 26.876 -0.106 -0.093 0.05
Si 49.864 7.291 31.042 0.026 -0.017 0.073
Si 51.506 16.811 24.732 0.004 0.068 -0.087
Si 50.21 8.607 24.658 0.025 0.052 -0.104
Si 55.412 2.631 24.334 0.067 0.004 0.005
Si 49.341 2.658 25.006 -0.033 0.051 -0.152
Si 52.446 6.349 24.656 0.006 0.034 -0.012
Si 51.393 4.262 26.543 -0.045 -0.017 -0.094
Si 46.363 10.586 23.52 0.076 0.023 -0.129
Si 58.029 3.475 25.903 -0.075 0.02 0.024
Si 56.283 16.188 23.887 0.081 -0.108 0.01
Si 59.203 9.422 25.904 -0.014 -0.021 -0.005
Si 53.359 18.353 26.636 -0.029 -0.111 -0.134
Si 56.011 10.92 31.731 0.03 -0.079 0.178
Si 57.151 10.611 24.136 0.004 -0.086 -0.126
Si 56.558 15.179 26.771 0.058 0.078 -0.038
Si 60.13 2.568 23.941 -0.047 -0.008 0.043
Si 62.957 6.223 24.664 0.033 -0.099 -0.016
Si 1.44 15.166 25.023 -0.101 -0.14 -0.15
Si 62.811 11.089 24.187 -0.126 -0.042 -0.082
Si -0.431 9.869 25.941 0.052 0.118 0.026
Si 1.395 12.348 26.611 0.08 0.092 0.055
Si 64.17 3.604 26.046 -0.029 0.067 -0.072
Si 8.344 3.591 29.264 0.14 -0.02 -0.071
Si 3.076 9.515 31.113 0.036 0.189 -0.049
Si 4.127 11.502 27.396 -0.178 0.029 -0.059
Si 9.199 17.076 24.869 0.112 -0.015 -0.13
Si 1.637 16.458 31.963 0.09 0.056 0.068
Si 5.449 3.735 29.085 -0.105 0.065 -0.029
Si 9.165 3.433 26.263 0.028 0.067 -0.06
Si 6.092 6.521 28.284 0.124 0.079 -0.001
Si 8.86 11.14 27.214 0.042 0.018 0.04
Si 13.636 11.262 23.887 -0.073 -0.064 -0.124
Si 9.029 13.731 28.531 0.001 -0.085 0.093
Si 9.966 3.274 31.607 -0.001 0.009 0.171
Si 16.167 8.499 25.928 0.111 0.063 0.018
Si 11.279 9.466 26.975 -0.032 -0.053 0.007
Si 14.788 10.942 29.641 0.014 -0.081 0.104
Si 10.848 15.134 26.448 0.005 0.017 -0.106
Si 16.352 8.495 30.707 -0.098 -0.016 0.091
Si 17.636 4.09 24.211 0.069 0.055 -0.024
Si 16.264 13.354 30.854 -0.016 0.029 0.108
Si 20.974 7.607 31.067 -0.057 -0.039 0.075
Si 20.309 4.715 30.843 -0.148 0.05 0.106
Si 18.798 15.905 26.729 -0.046 -0.062 -0.09
Si 18.834 16.489 23.676 0.049 -0.042 -0.095
Si 12.513 10.61 31.479 -0.062 0.058 0.03
Si 22.709 9.248 24.305 0.083 0.064 -0.086
Si 18.507 15.361 30.732 -0.084 0.042 0.129
Si 20.869 11.523 24.675 0.057 0.021 -0.144
Si 23.27 4.445 24.528 -0.01 0.05 -0.049
Si 31.732 6.95 27.757 0.143 -0.173 -0.068
Si 37.259 9.217 28.811 -0.086 -0.057 -0.07
Si 28.872 7.323 28.627 -0.119 -0.096 0.181
Si 25.967 15.543 28.658 0.061 -0.025 0.05
Si 34.114 16.691 31.699 0 0.012 -0.026
Si 27.219 13.863 23.487 -0.099 -0.073 -0.107
Si 32.812 13.93 30.982 0.007 -0.118 0.036
Si 26.428 6.417 26.856 -0.008 0.03 0.079
Si 34.087 12.369 28.827 -0.074 -0.058 -0.025
Si 35.924 13.377 26.841 -0.073 0.043 -0.12
Si 40.3 14.83 24.491 0.009 -0.117 -0.1
Si 32.888 5.734 30.416 -0.083 0.056 0.133
Si 38.949 13.53 26.974 -0.064 0.011 0.03
Si 35.582 10.947 30.777 0.009 0.076 0.09
Si 32.301 8.666 23.372 0.096 -0.019 -0.242
Si 37.268 13.58 31.413 0.074 -0.011 0.043
Si 42.491 10.427 29.607 -0.042 -0.043 0.078
Si 40.441 16.879 31.391 0.026 0.059 0.091
Si 44.768 17.665 31.194 -0.001 -0.009 -0.046
Si 51.856 3.048 30.846 0.017 -0.015 0.276
Si 46.99 18.538 26.898 0.089 -0.031 0.036
Si 38.085 7.823 23.841 -0.004 0.068 -0.108
Si 53.504 7.487 27.179 0.016 0.068 -0.019
Si 48.821 14.429 31.808 -0.054 0.064 0.22
Si 51.2 14.005 25.814 0.058 0.054 0.086
Si 47.51 19.187 31.75 0.064 -0.059 0.125
Si 51.186 9.58 27.311 0.051 -0.037 0.009
Si 53.049 12.066 26.916 -0.051 0.061 -0.081
Si 57.248 11.057 28.949 -0.102 0.069 0.097
Si 52.279 14.298 28.581 -0.022 0.031 -0.019
Si 47.53 4.337 29.126 -0.152 -0.027 0.164
Si 57.315 3.699 28.747 0.011 -0.044 -0.005
Si 60.183 7.335 23.874 0.025 -0.011 -0.025
Si 54.387 6.673 29.772 -0.015 -0.049 0.044
Si 54.531 16.451 28.794 0.043 -0.171 -0.058
Si 55.917 12.277 26.409 0.004 -0.026 0.062
Si 58.56 16.517 31.699 0.122 -0.08 0.172
Si 61.351 16.158 24.679 -0.054 -0.086 -0.003
Si 60.356 6.64 30.863 0.042 0.054 0.061
Si 58.087 6.081 27.255 0.057 -0.033 -0.02
Si 61.744 11.323 31.826 0.017 -0.024 0.154
Si 61.957 4.289 31.03 0.009 0.019 0.034
Si 60.836 11.955 26.397 0.056 -0.002 0.058
Si 1.453 18.174 29.527 -0.04 0.059 0.057
Si 1.39 6.91 31.144 -0.014 -0.135 0.161
Si 2.285 5.647 23.887 0.003 -0.069 -0.098
Si -0.006 6.225 28.732 0.026 -0.042 -0.068
Si 4.584 8.605 26.43 -0.11 0.03 -0.042
Si 63.079 14.133 31.187 -0.105 0.091 0.074
Si 2.975 4.317 30.872 0.01 -0.06 0.099
Si 3.368 18.803 27.431 -0.023 -0.035 -0.094
Si 5.647 8.063 30.737 -0.065 0.03 0.28
Si 6.829 13.024 26.727 0.15 0.1 0.064
Si 7.772 10.106 29.733 -0.051 0.031 -0.064
Si 16.534 17.689 30.8 0.048 -0.035 0.046
Si 15.509 6.145 24.266 0.015 -0.124 -0.083
Si 11.637 6.518 26.795 0.016 -0.002 0.085
Si 7.216 11.663 31.961 -0.048 -0.052 0.067
Si 9.129 14.083 31.709 0.077 0.065 -0.04
Si 15.827 17.042 26.954 0.142 0.063 -0.001
Si 23.566 11.419 31.496 -0.057 -0.024 0.069
Si 14.254 15.617 30.679 -0.017 0.01 0.139
Si 12.224 5.496 31.615 -0.056 0.039 0.186
Si 18.959 9.665 31.135 0.038 -0.041 0.072
Si 18.435 9.651 24.399 0.018 0.034 -0.088
Si 20.663 16.4 28.923 0.088 0.012 0.094
Si 20.015 13.018 27.153 0.042 0.07 -0.091
Si 19.567 10.406 28.404 -0.018 -0.097 0.035
Si 28.536 5.651 31.283 0.004 0.017 0.125
Si 29.077 16.223 31.597 -0.063 -0.023 0.039
Si 24.958 8.653 28.08 0.118 0.007 0.109
Si 22.395 14.116 28.62 0.032 0.066 0.004
Si 26.546 3.272 27.099 0.138 -0.058 0.03
Si 26.25 3.567 31.564 -0.044 0.04 -0.044
Si 33.521 8.636 26.045 -0.041 0.087 0.055
Si 27.217 9.846 29.388 -0.077 0.002 -0.089
Si 36.289 7.957 26.369 0.12 -0.011 -0.013
Si 24.453 14.129 30.838 -0.026 0.125 0.023
Si 29.522 2.595 27.765 0.03 0.001 -0.057
Si 40.29 6.293 31.423 -0.064 -0.007 -0.065
Si 28.776 11.35 31.385 0.126 -0.011 0.003
Si 39.046 4.29 27.193 0.003 -0.094 -0.001
Si 44.887 15.021 29.521 0.02 0.044 -0.022
Si 35.728 16.523 26.691 0.049 0.015 0.057
Si 38.199 17.868 27.643 -0.063 -0.023 0.03
Si 35.578 4.542 30.207 -0.002 -0.123 0.1
Si 42.46 2.952 30.78 -0.056 -0.05 0.108
Si 46.996 7.091 29.671 -0.076 -0.037 0.075
Si 47.38 7.853 24.343 -0.089 0.057 -0.075
Si 39.918 10.833 28.223 0.089 -0.034 -0.045
Si 42.844 15.082 27.412 0.124 0.007 -0.03
Si 42.635 8.382 31.772 -0.023 -0.009 0.06
Si 46.057 8.16 27.12 -0.006 -0.028 -0.056
Si 41.366 5.158 28.803 -0.016 0.096 -0.001
Si 48.677 13.097 26.849 -0.144 0.024 -0.006
Si 44.625 12.141 30.781 0.018 0.047 0.144
Si 38.6 15.57 29.355 0.007 -0.065 0.084
Si 46.572 9.777 30.752 0.056 -0.134 0.146
Si 50.437 5.153 29.097 0.002 -0.023 0.244
Si 49.636 9.993 29.969 0.001 0.016 0.1
Si 49.904 12.905 29.671 -0.06 0.086 0.02
Si 43.161 13.81 23.605 -0.095 0.024 -0.175
Si 55.857 17.654 31.376 0.043 -0.011 0.133
Si 51.061 16.555 32.008 0.092 0.019 -0.052
Si 56.153 8.205 28.104 -0.081 -0.112 0.016
Si 60.19 7.887 28.182 -0.051 -0.152 0.004
Si 53.904 8.651 31.833 -0.023 0.068 0.195
Si 54.789 3.729 30.282 0 0.052 -0.017
Si 60.491 14.804 29.786 -0.07 -0.02 0.067
Si 64.14 3.393 29.056 0.014 0.007 -0.018
Si 58.993 4.081 31.235 0.05 0.116 0.072
Si 60.297 11.716 29.342 0.119 0.184 0.016
Si 63.191 7.949 27.262 0.047 0.025 -0.004
Si 59.697 14.857 26.86 -0.016 0.016 0.026
Si 0.515 13.696 31.354 0.037 -0.145 -0.045
Si 1.292 14.934 5.663 -0.019 -0.004 0.004
Si 4.033 1.367 5.636 -0.021 -0.01 0.011
Si 1.355 4.033 5.614 0.009 0 0.014
Si 4.051 6.753 5.578 0.009 -0.001 0.01
Si 1.342 9.455 5.676 0.011 0.004 0.018
Si 4.032 12.221 5.69 0.002 0.003 0.019
Si 6.744 14.983 5.622 -0.008 0.001 0.017
Si 9.453 1.389 5.571 -0.011 -0.005 0.014
Si 6.732 4.109 5.588 -0.007 0.013 0.006
Si 9.438 6.856 5.518 -0.009 0 0.004
Si 6.759 9.482 5.591 0.003 -0.015 0.009
Si 9.476 12.251 5.553 0.004 0.002 0.007
Si 12.181 14.986 5.475 0.008 -0.013 0.006
Si 14.868 1.411 5.418 0.001 -0.023 0
Si 12.152 4.154 5.457 0.012 0.012 0
Si 14.861 6.866 5.404 0.014 -0.02 0.011
Si 12.123 9.576 5.468 -0.009 0 0.004
Si 14.834 12.313 5.421 0 0.009 0.009
Si 17.583 15.054 5.369 0.002 0.006 0.01
Si 20.322 1.422 5.316 0.011 -0.004 0.005
Si 17.564 4.159 5.379 -0.006 0.008 0.015
Si 20.325 6.867 5.361 -0.011 -0.003 0.004
Si 17.562 9.592 5.374 -0.009 -0.001 0.013
Si 20.308 12.344 5.35 0.011 0.011 0.01
Si 23.035 15.009 5.315 -0.008 0.003 0.014
Si 25.809 1.417 5.277 -0.005 -0.006 0.004
Si 23.042 4.143 5.3 0.01 0.008 0.012
Si 25.814 6.856 5.276 0.006 -0.012 0.013
Si 23.055 9.603 5.343 -0.011 0.001 0.009
Si 25.78 12.321 5.268 0.003 -0.013 0.003
Si 28.513 15.07 5.268 -0.003 0 0.005
Si 31.275 1.462 5.188 -0.013 0.012 -0.005
Si 28.539 4.131 5.23 -0.007 -0.009 -0.002
Si 31.294 6.845 5.203 0.016 -0.011 -0.007
Si 28.53 9.581 5.242 -0.003 0.014 0.004
Si 31.268 12.288 5.229 0.004 -0.025 0
Si 34.027 15.046 5.213 -0.003 0.009 0
Si 36.769 1.386 5.156 -0.004 -0.011 -0.002
Si 34.012 4.13 5.152 -0.006 0.001 0.001
Si 36.727 6.784 5.181 0.012 0.009 0.001
Si 34.035 9.537 5.18 0.006 -0.007 -0.004
Si 36.797 12.264 5.245 0.016 -0.003 -0.001
Si 39.462 14.992 5.226 -0.022 0.02 -0.013
Si 42.185 1.362 5.303 -0.006 0.005 0.001
Si 39.452 4.078 5.188 -0.001 0.016 -0.016
Si 42.203 6.764 5.298 0.01 0.008 0.002
Si 39.475 9.511 5.282 0.008 0.008 0.005
Si 42.226 12.243 5.392 0.009 0.013 0.012
Si 44.935 14.937 5.42 0.008 0.005 0.01
Si 47.646 1.32 5.473 -0.012 0.004 0.001
Si 44.905 4.046 5.364 0.006 0.023 -0.006
Si 47.672 6.747 5.526 0.006 0.002 0.014
Si 44.964 9.452 5.463 0 0.004 0.017
Si 47.717 12.177 5.486 -0.003 -0.015 0.002
Si 50.389 14.896 5.574 -0.022 0.004 -0.008
Si 53.122 1.274 5.578 0.008 0.004 0
Si 50.42 4.029 5.568 0.019 0.011 0.011
Si 53.127 6.684 5.576 0.011 -0.002 -0.006
Si 50.409 9.445 5.562 0 0.003 0
Si 53.14 12.152 5.628 -0.001 -0.002 0.004
Si 55.808 14.878 5.64 -0.009 0.002 0.005
Si 58.529 1.263 5.634 -0.006 -0.008 -0.003
Si 55.843 3.977 5.611 0.012 0.011 0.001
Si 58.546 6.687 5.672 0.016 -0.002 0.004
Si 55.841 9.406 5.708 -0.005 0.006 0.017
Si 58.541 12.155 5.696 -0.001 -0.006 0.004
Si 61.23 14.903 5.671 -0.005 0.006 0.006
Si 63.939 1.296 5.627 0 -0.005 0.008
Si 61.255 3.958 5.682 0.011 -0.008 0.013
Si 63.947 6.707 5.662 0.015 -0.004 0.002
Si 61.236 9.405 5.724 -0.001 0.006 0.023
Si 63.954 12.173 5.694 -0.007 -0.006 0.011
Si 2.683 16.303 6.994 -0.001 0.01 -0.007
Si 5.403 2.732 6.973 0.005 0.001 -0.01
Si 2.704 5.407 6.974 -0.01 0.012 -0.018
Si 5.413 8.113 6.952 0.012 -0.001 -0.004
Si 2.699 10.829 7.03 0.008 -0.003 -0.004
Si 5.402 13.61 6.996 -0.003 0.008 -0.004
Si 8.117 16.345 6.952 0.007 -0.001 -0.007
Si 10.832 2.78 6.865 -0.008 0.001 -0.009
Si 8.103 5.485 6.91 -0.005 0.011 -0.002
Si 10.811 8.206 6.867 0.006 0 -0.006
Si 8.116 10.884 6.918 -0.002 0.003 -0.015
Si 10.84 13.633 6.875 0.003 -0.004 -0.007
Si 13.549 16.359 6.81 0.012 -0.003 -0.005
Si 16.239 2.782 6.757 0.004 0.014 -0.003
Si 13.531 5.502 6.801 0.002 0.015 -0.002
Si 16.229 8.228 6.755 -0.003 -0.004 -0.004
Si 13.513 10.935 6.805 0.009 0 -0.006
Si 16.233 13.681 6.743 -0.011 0.009 -0.006
Si 18.967 16.405 6.711 0.002 0.005 -0.005
Si 21.697 2.781 6.669 -0.002 -0.006 -0.005
Si 18.96 5.508 6.717 -0.002 0 0.001
Si 21.699 8.235 6.694 0.005 0.006 0.002
Si 18.962 10.952 6.703 0.009 -0.002 -0.013
Si 21.686 13.68 6.704 -0.001 0.002 0
Si 24.431 16.386 6.632 0.001 -0.007 -0.007
Si 27.18 2.791 6.613 0.009 -0.009 0
Si 24.434 5.509 6.633 0.002 -0.006 -0.005
Si 27.179 8.229 6.617 0.001 -0.001 -0.004
Si 24.439 10.97 6.66 -0.01 0.01 -0.008
Si 27.161 13.684 6.611 -0.004 -0.002 0.001
Si 29.922 16.423 6.578 0 -0.004 -0.002
Si 32.645 2.803 6.549 0.004 0 0.001
Si 29.924 5.494 6.569 -0.002 -0.001 -0.003
Si 32.655 8.208 6.56 -0.011 0.006 0.005
Si 29.902 10.945 6.591 -0.006 0.006 0.008
Si 32.652 13.667 6.558 -0.003 0.009 -0.001
Si 35.396 16.384 6.566 0.008 -0.019 0.005
Si 38.095 2.733 6.567 -0.006 -0.001 0.001
Si 35.355 5.468 6.558 -0.011 0.001 0.002
Si 38.08 8.143 6.587 0.002 -0.006 -0.003
Si 35.388 10.903 6.56 0.011 -0.003 0.001
Si 38.123 13.63 6.615 -0.004 -0.013 0.001
Si 40.808 16.322 6.637 0.005 -0.005 0.005
Si 43.53 2.699 6.71 0.011 -0.011 -0.007
Si 40.8 5.414 6.617 -0.007 0 -0.008
Si 43.548 8.085 6.734 0.004 -0.014 -0.001
Si 40.821 10.863 6.676 0 -0.011 -0.003
Si 43.562 13.591 6.766 -0.006 0 0.01
Si 46.279 16.279 6.811 0.001 -0.013 0.001
Si 49.01 2.653 6.86 -0.003 -0.003 -0.007
Si 46.26 5.367 6.791 0.001 -0.012 -0.001
Si 49.023 8.098 6.895 -0.009 -0.004 0
Si 46.309 10.831 6.814 -0.005 0.007 0.001
Si 49.023 13.527 6.898 0.006 0.001 0.002
Si 51.746 16.246 6.934 -0.004 -0.013 0.002
Si 54.47 2.624 6.96 -0.004 -0.002 -0.002
Si 51.757 5.364 6.951 -0.015 -0.001 -0.002
Si 54.449 8.036 6.994 0.005 0 -0.003
Si 51.748 10.797 6.947 0.01 0.007 -0.001
Si 54.465 13.512 7.004 -0.005 -0.012 0.001
Si 57.172 16.229 7.001 -0.006 0.007 -0.006
Si 59.872 2.617 7.025 0 0.009 -0.014
Si 57.176 5.329 7.009 -0.005 0.005 -0.01
Si 59.877 8.044 7.063 -0.006 0.005 -0.005
Si 57.188 10.783 7.05 0.001 -0.008 0.002
Si 59.887 13.531 7.041 -0.009 0.003 0
Si 62.593 16.26 7.022 0.009 -0.001 -0.01
Si 0.009 2.666 6.994 -0.001 -0.005 -0.006
Si 62.598 5.343 7.034 -0.003 -0.013 -0.005
Si -0.005 8.09 7.034 -0.006 0.009 -0.005
Si 62.587 10.807 7.047 0.002 0.011 -0.004
Si -0.002 13.551 7.057 0.005 -0.001 -0.01
Si 1.346 1.322 8.383 -0.005 -0.002 0.001
Si 4.054 4.066 8.354 0.003 0.002 0.003
Si 1.368 6.746 8.38 0.01 0.002 0.003
Si 4.08 9.472 8.35 -0.015 0.006 0
Si 1.363 12.194 8.403 0.005 0.006 0
Si 4.049 14.955 8.361 0.003 -0.009 0.005
Si 6.767 1.373 8.322 0 -0.01 0.002
Si 9.477 4.115 8.248 0.003 0.006 -0.004
Si 6.77 6.794 8.328 -0.006 -0.005 0.005
Si 9.48 9.541 8.272 -0.004 -0.004 0.001
Si 6.777 12.234 8.314 0.001 -0.006 0
Si 9.49 14.972 8.269 -0.01 -0.008 0.002
Si 12.2 1.397 8.192 0.001 -0.007 -0.008
Si 14.898 4.134 8.144 0.001 -0.004 -0.004
Si 12.189 6.842 8.198 -0.005 -0.004 0.005
Si 14.889 9.573 8.142 -0.006 -0.007 -0.002
Si 12.2 12.28 8.218 0.006 0.012 0.001
Si 14.917 15.017 8.161 0.011 0.008 0.008
Si 17.623 1.433 8.096 -0.001 -0.008 -0.004
Si 20.345 4.143 8.044 -0.003 -0.003 -0.009
Si 17.617 6.869 8.091 0.005 0.003 -0.003
Si 20.342 9.597 8.053 0.005 -0.013 0.001
Si 17.615 12.311 8.079 -0.003 -0.01 -0.011
Si 20.341 15.049 8.06 0.01 0.005 -0.002
Si 23.085 1.432 8.005 0.003 -0.002 0
Si 25.816 4.154 7.974 -0.006 -0.003 0.003
Si 23.092 6.876 8.013 -0.002 0.006 -0.005
Si 25.826 9.603 7.981 0.005 0.012 -0.002
Si 23.075 12.319 8.027 -0.005 -0.014 0
Si 25.808 15.037 7.982 -0.006 -0.008 -0.007
Si 28.563 1.446 7.958 0.01 0.012 0.002
Si 31.289 4.15 7.933 0.016 0.008 -0.003
Si 28.564 6.863 7.939 -0.002 -0.009 -0.003
Si 31.284 9.576 7.92 0.003 0.003 -0.005
Si 28.548 12.324 7.946 -0.004 -0.009 -0.001
Si 31.284 15.036 7.919 -0.004 -0.002 -0.005
Si 34.007 1.427 7.909 0.002 0.006 -0.012
Si 36.72 4.103 7.92 -0.003 0.006 -0.007
Si 34.006 6.844 7.925 0.003 -0.002 -0.006
Si 36.729 9.535 7.939 -0.001 0 -0.006
Si 34.015 12.287 7.908 -0.012 -0.015 -0.002
Si 36.725 14.994 7.94 0.004 0.009 -0.01
Si 39.434 1.374 7.968 -0.002 -0.013 -0.013
Si 42.148 4.069 8.03 -0.002 -0.004 -0.008
Si 39.44 6.794 7.97 0 0 -0.006
Si 42.169 9.485 8.043 0.002 0.01 -0.007
Si 39.452 12.252 7.998 0.015 0.02 0
Si 42.155 14.968 8.045 0.007 -0.004 -0.007
Si 44.883 1.341 8.107 -0.001 0.007 -0.007
Si 47.619 4.017 8.176 -0.003 0.002 -0.006
Si 44.89 6.737 8.123 -0.006 0.002 -0.005
Si 47.64 9.47 8.205 0.009 0.006 -0.013
Si 44.91 12.206 8.122 0.008 0.012 -0.007
Si 47.622 14.907 8.193 -0.012 -0.006 -0.005
Si 50.349 1.285 8.249 0.005 -0.001 -0.014
Si 53.098 3.985 8.306 0.003 0.012 -0.006
Si 50.366 6.729 8.263 0.006 0.013 0.001
Si 53.084 9.421 8.319 -0.021 -0.012 -0.005
Si 50.373 12.171 8.272 -0.006 0.004 -0.004
Si 53.081 14.879 8.321 0.009 0.004 -0.005
Si 55.81 1.273 8.348 0.004 -0.001 -0.005
Si 58.521 3.979 8.387 -0.001 -0.007 -0.002
Si 55.813 6.692 8.36 -0.002 0 -0.006
Si 58.53 9.418 8.415 0.01 0.014 0.001
Si 55.805 12.144 8.378 -0.001 0.008 -0.005
Si 58.511 14.875 8.388 -0.004 -0.007 -0.003
Si 61.232 1.278 8.398 -0.009 -0.006 -0.006
Si 63.948 4.002 8.4 0.007 0.018 0.001
Si 61.236 6.69 8.413 -0.008 0 0
Si 63.934 9.446 8.41 -0.004 -0.002 -0.002
Si 61.234 12.167 8.407 0.008 0.002 -0.001
Si 63.922 14.903 8.412 -0.004 -0.009 0.005
Si 0.001 16.275 9.761 0.001 -0.002 -0.007
Si 2.713 2.692 9.729 -0.011 0.001 -0.008
Si 0.02 5.379 9.752 0.003 0.001 -0.006
Si 2.728 8.12 9.729 0.01 -0.002 -0.004
Si 0.013 10.82 9.761 -0.001 0.007 -0.003
Si 2.72 13.576 9.743 0.007 -0.006 -0.001
Si 5.426 16.32 9.697 -0.013 0.012 -0.004
Si 8.145 2.746 9.641 -0.006 0.006 -0.009
Si 5.424 5.429 9.699 0.005 0.006 0.001
Si 8.141 8.173 9.652 -0.007 0.006 0
Si 5.436 10.861 9.689 0.004 -0.006 -0.005
Si 8.146 13.607 9.651 0.005 0 0.002
Si 10.862 16.355 9.586 0.001 0.006 -0.006
Si 13.567 2.766 9.533 0.011 0.009 0
Si 10.851 5.476 9.586 -0.004 0.004 -0.006
Si 13.56 8.211 9.533 0.005 0.006 -0.004
Si 10.854 10.918 9.598 0.004 0.003 -0.006
Si 13.573 13.654 9.54 0.006 -0.015 -0.002
Si 16.289 16.391 9.485 0.005 0 0.002
Si 19.001 2.794 9.43 -0.003 0 -0.002
Si 16.279 5.502 9.473 0.005 0.004 0
Si 18.997 8.231 9.424 -0.007 0.004 0.001
Si 16.277 10.944 9.464 -0.005 0.003 -0.008
Si 18.993 13.676 9.422 0.005 0.011 -0.007
Si 21.731 16.406 9.386 -0.007 0.005 0.002
Si 24.46 2.801 9.341 -0.002 -0.008 0.004
Si 21.729 5.516 9.372 0.004 -0.004 -0.001
Si 24.465 8.249 9.346 -0.004 -0.005 0
Si 21.727 10.957 9.39 -0.001 0.006 0.001
Si 24.456 13.686 9.355 -0.006 0.001 -0.003
Si 27.193 16.406 9.311 -0.003 -0.007 -0.001
Si 29.931 2.803 9.308 -0.004 0.001 0.005
Si 27.197 5.522 9.31 0.001 0.005 -0.002
Si 29.923 8.232 9.293 0.008 -0.002 0.004
Si 27.196 10.972 9.319 -0.005 0.004 0.005
Si 29.918 13.689 9.289 -0.003 -0.002 0.007
Si 32.648 16.392 9.282 0.009 -0.003 0.002
Si 35.352 2.77 9.295 -0.008 -0.004 0.005
Si 32.64 5.508 9.296 -0.011 0 0.01
Si 35.357 8.198 9.299 -0.01 0.001 0.005
Si 32.642 10.943 9.274 -0.008 -0.003 0.005
Si 35.36 13.638 9.298 0.008 0.005 0.003
Si 38.067 16.34 9.322 -0.003 -0.011 0.007
Si 40.78 2.708 9.367 -0.004 -0.003 0.007
Si 38.063 5.448 9.317 0.003 -0.007 0.009
Si 40.782 8.138 9.379 0.003 -0.004 0.001
Si 38.072 10.89 9.332 -0.001 0 0.006
Si 40.792 13.597 9.38 0.005 -0.004 0.009
Si 43.504 16.302 9.436 -0.008 0 0.006
Si 46.235 2.666 9.513 0.005 -0.005 -0.002
Si 43.497 5.396 9.447 0.015 0.002 0.004
Si 46.244 8.093 9.498 -0.004 -0.002 0.001
Si 43.516 10.837 9.428 0.009 -0.006 0.004
Si 46.244 13.547 9.519 0.001 -0.001 0.013
Si 48.972 16.244 9.586 0.002 -0.01 0
Si 51.706 2.627 9.628 -0.005 -0.002 0.001
Si 48.971 5.359 9.563 -0.005 -0.003 0.002
Si 51.708 8.07 9.653 0 0.008 0.004
Si 48.987 10.81 9.59 -0.002 0.003 0.007
Si 51.71 13.515 9.662 0 -0.012 0.006
Si 54.437 16.229 9.688 -0.001 -0.001 0.002
Si 57.155 2.62 9.733 0.002 0.01 -0.003
Si 54.441 5.331 9.694 0.007 -0.004 0.001
Si 57.153 8.05 9.748 -0.004 0.002 -0.002
Si 54.433 10.77 9.708 0.001 0.002 0
Si 57.154 13.506 9.74 0.002 -0.005 0.003
Si 59.868 16.233 9.752 0.006 -0.003 -0.006
Si 62.578 2.648 9.766 -0.002 0 -0.008
Si 59.866 5.337 9.769 0.005 -0.007 -0.002
Si 62.582 8.074 9.768 -0.003 0.009 -0.007
Si 59.882 10.79 9.764 -0.004 -0.001 0.001
Si 62.579 13.531 9.774 -0.006 0.009 -0.001
Si 1.364 14.922 11.121 -0.01 0.003 0.006
Si 4.079 1.339 11.083 0.011 0 0.003
Si 1.373 4.033 11.122 0.004 0.001 0.008
Si 4.089 6.777 11.09 -0.008 0.002 0.004
Si 1.381 9.469 11.114 0.005 0.005 -0.003
Si 4.095 12.213 11.078 0 0.001 0.004
Si 6.799 14.956 11.037 -0.007 -0.007 0.003
Si 9.516 1.38 10.975 0 -0.006 -0.001
Si 6.799 4.077 11.037 -0.01 -0.005 0.006
Si 9.513 6.813 10.987 -0.001 0.003 0.006
Si 6.803 9.513 11.046 0.007 0.003 0.005
Si 9.517 12.258 10.999 -0.003 -0.007 0.004
Si 12.23 14.998 10.933 0.012 -0.007 0
Si 14.943 1.413 10.877 0.011 -0.008 0.004
Si 12.218 4.108 10.923 -0.009 -0.003 0.002
Si 14.939 6.85 10.864 -0.002 -0.001 0.001
Si 12.226 9.556 10.929 -0.001 -0.006 0.005
Si 14.945 12.29 10.864 0.005 0.006 0.002
Si 17.662 15.029 10.816 -0.01 0.002 0.004
Si 20.385 1.441 10.763 0.004 0.003 0.004
Si 17.656 4.144 10.813 0.005 0 -0.001
Si 20.381 6.87 10.754 -0.003 0 -0.002
Si 17.654 9.585 10.802 0.005 -0.011 0.002
Si 20.382 12.323 10.756 0.004 -0.013 0.001
Si 23.11 15.049 10.722 0 -0.004 0.003
Si 25.841 1.448 10.679 0.001 0.002 0.002
Si 23.108 4.163 10.71 -0.003 -0.001 0.002
Si 25.848 6.894 10.678 0.003 -0.001 0.003
Si 23.115 9.606 10.724 -0.001 -0.005 0.005
Si 25.84 12.334 10.688 -0.003 -0.003 -0.003
Si 28.565 15.054 10.66 -0.007 0 -0.001
Si 31.292 1.437 10.66 0.003 0.001 0
Si 28.57 4.171 10.663 0.009 -0.005 0.001
Si 31.285 6.88 10.654 0.006 -0.008 0
Si 28.567 9.606 10.654 0.005 0.004 0
Si 31.283 12.317 10.632 0.006 0.001 -0.004
Si 33.999 15.02 10.647 -0.011 -0.008 -0.003
Si 36.698 1.395 10.659 0.001 0.002 -0.014
Si 33.992 4.141 10.655 0.005 0.019 -0.006
Si 36.702 6.829 10.667 -0.005 0.004 -0.006
Si 33.994 9.579 10.643 0.002 0.004 -0.005
Si 36.708 12.27 10.676 -0.005 -0.008 -0.002
Si 39.408 14.969 10.701 -0.001 0.006 -0.009
Si 42.12 1.346 10.759 0.015 0.004 -0.007
Si 39.411 4.084 10.696 0.003 -0.011 -0.006
Si 42.13 6.783 10.772 0.004 0 0.005
Si 39.415 9.52 10.717 0.012 0.005 0.001
Si 42.132 12.218 10.747 0.002 0.02 -0.007
Si 44.847 14.927 10.813 -0.006 -0.001 -0.012
Si 47.58 1.298 10.898 -0.009 0.003 -0.001
Si 44.852 4.042 10.833 -0.011 -0.003 0.003
Si 47.59 6.731 10.879 0.01 0.005 -0.007
Si 44.861 9.471 10.806 0.007 0.001 -0.009
Si 47.595 12.181 10.896 -0.002 0.005 -0.007
Si 50.314 14.879 10.978 -0.003 0.005 0.004
Si 53.051 1.268 11.014 0.004 -0.001 -0.007
Si 50.32 3.996 10.942 0.002 0.005 -0.009
Si 53.064 6.704 11.015 -0.01 0 -0.007
Si 50.327 9.442 10.967 -0.006 0.005 -0.003
Si 53.053 12.138 11.037 -0.006 0.008 0.002
Si 55.778 14.869 11.071 -0.004 -0.001 -0.006
Si 58.504 1.266 11.11 0.002 -0.007 0.001
Si 55.785 3.979 11.075 0 -0.005 -0.002
Si 58.499 6.692 11.129 -0.004 0.011 0.009
Si 55.78 9.408 11.091 -0.001 0 0.005
Si 58.505 12.142 11.107 0.006 0.006 0.002
Si 61.213 14.881 11.13 -0.012 -0.012 0
Si 63.928 1.3 11.143 -0.005 -0.003 0.009
Si 61.217 3.991 11.145 -0.006 0.011 0.012
Si 63.946 6.727 11.129 0.002 -0.008 0.001
Si 61.228 9.428 11.135 0.006 0.002 0.001
Si 63.939 12.17 11.13 -0.001 -0.001 -0.001
Si 2.733 16.296 12.464 0 0.003 -0.001
Si 5.455 2.71 12.413 -0.002 -0.001 -0.007
Si 2.741 5.412 12.461 0.009 0.005 -0.007
Si 5.467 8.143 12.43 -0.004 0.003 -0.006
Si 2.752 10.844 12.454 0 0.009 -0.006
Si 5.458 13.589 12.423 0.003 -0.007 -0.002
Si 8.18 16.333 12.36 0 0.017 -0.005
Si 10.88 2.747 12.319 0.001 -0.001 -0.001
Si 8.17 5.448 12.37 -0.003 -0.005 -0.006
Si 10.887 8.19 12.31 0.001 0.008 -0.005
Si 8.174 10.888 12.377 -0.006 -0.007 -0.004
Si 10.895 13.634 12.324 -0.001 0.009 -0.003
Si 13.6 16.372 12.264 -0.001 0.006 -0.003
Si 16.323 2.78 12.205 0 0.014 0
Si 13.596 5.485 12.242 0.01 0.002 -0.006
Si 16.32 8.221 12.191 0.001 0.009 -0.006
Si 13.607 10.929 12.249 0.007 0.004 -0.008
Si 16.308 13.673 12.189 0.003 -0.018 -0.009
Si 19.047 16.396 12.141 0.012 -0.001 -0.001
Si 21.756 2.816 12.091 0.002 -0.004 -0.003
Si 19.038 5.51 12.139 -0.011 -0.003 -0.007
Si 21.757 8.244 12.082 -0.002 -0.01 0
Si 19.032 10.961 12.122 -0.009 0.004 -0.006
Si 21.766 13.687 12.091 -0.011 0.007 0
Si 24.483 16.422 12.053 -0.004 -0.006 -0.001
Si 27.213 2.812 12.021 -0.011 0.001 -0.003
Si 24.492 5.533 12.034 -0.008 0.004 -0.007
Si 27.204 8.27 12.03 0.004 -0.003 0.005
Si 24.492 10.98 12.06 0.002 0.014 0
Si 27.202 13.711 12.028 -0.002 -0.005 -0.004
Si 29.924 16.412 12.025 -0.005 -0.008 0.007
Si 32.636 2.803 12.031 0.007 -0.002 0.007
Si 29.922 5.541 12.021 -0.004 0.01 0.001
Si 32.639 8.239 12.018 -0.003 0.011 0.009
Si 29.926 10.972 12.005 -0.002 0.001 -0.002
Si 32.63 13.673 12.004 -0.009 -0.008 0.004
Si 35.346 16.372 12.03 0.01 0.002 0.009
Si 38.041 2.735 12.043 -0.006 -0.004 -0.001
Si 35.332 5.495 12.033 -0.006 -0.012 0.007
Si 38.037 8.17 12.065 -0.015 -0.017 0.009
Si 35.334 10.926 12.03 -0.011 -0.006 0.003
Si 38.057 13.616 12.064 0.011 0.017 0.005
Si 40.739 16.31 12.094 -0.003 -0.013 0.004
Si 43.467 2.679 12.153 -0.008 -0.014 -0.001
Si 40.749 5.421 12.096 -0.01 -0.012 0.008
Si 43.487 8.133 12.156 0.019 0.016 0.006
Si 40.765 10.871 12.102 0.019 0.011 0.01
Si 43.464 13.566 12.133 0.011 -0.006 0.002
Si 46.193 16.249 12.218 -0.012 -0.01 0.001
Si 48.933 2.65 12.277 0.015 0 0.003
Si 46.204 5.392 12.22 0.007 0.001 0.001
Si 48.943 8.065 12.265 -0.004 0 0.005
Si 46.207 10.806 12.195 0.001 -0.001 -0.003
Si 48.936 13.503 12.305 -0.013 -0.013 0.011
Si 51.671 16.231 12.35 0.014 0.005 0.004
Si 54.408 2.608 12.397 0.002 0.015 -0.004
Si 51.681 5.332 12.322 0.001 0.006 -0.007
Si 54.403 8.034 12.426 -0.01 -0.012 0
Si 51.675 10.766 12.37 -0.009 -0.01 0.005
Si 54.407 13.498 12.405 0.014 0.003 -0.001
Si 57.132 16.217 12.449 0.009 0.004 0
Si 59.84 2.625 12.498 0.001 -0.008 0
Si 57.119 5.325 12.476 -0.012 -0.022 -0.004
Si 59.864 8.057 12.489 0.008 0.008 -0.001
Si 57.146 10.766 12.454 0.006 0.014 0.001
Si 59.855 13.503 12.473 0.002 0.002 -0.006
Si 62.557 16.253 12.498 -0.004 -0.013 -0.003
Si 0.016 2.671 12.494 -0.002 0.011 -0.006
Si 62.585 5.362 12.495 0.007 0.009 -0.013
Si 0.03 8.098 12.482 -0.001 0 -0.005
Si 62.591 10.793 12.491 -0.003 0.004 -0.007
Si 0.011 13.546 12.484 -0.005 -0.013 -0.004
Si 1.388 1.327 13.853 -0.011 0 0.015
Si 4.12 4.064 13.8 0 -0.008 0.006
Si 1.392 6.753 13.85 0.007 -0.005 0.008
Si 4.127 9.497 13.812 -0.004 -0.004 0.005
Si 1.393 12.192 13.826 -0.004 0.002 0.003
Si 4.103 14.935 13.809 0 -0.003 0.007
Si 6.835 1.357 13.749 -0.009 -0.002 0.002
Si 9.534 4.089 13.713 -0.01 0.004 0.003
Si 6.838 6.783 13.778 0.005 0.004 0.008
Si 9.55 9.528 13.71 -0.004 0.002 0.009
Si 6.835 12.235 13.769 0.005 -0.001 0.005
Si 9.551 14.983 13.713 0.001 -0.007 0.006
Si 12.25 1.386 13.661 0.007 -0.003 0.007
Si 14.964 4.126 13.581 -0.005 0.005 0.008
Si 12.263 6.83 13.64 -0.006 0.003 0.006
Si 14.983 9.572 13.58 0.009 -0.013 0.002
Si 12.278 12.272 13.653 0.012 -0.019 0.005
Si 14.973 15.011 13.597 0.008 -0.003 0.001
Si 17.712 1.422 13.535 0.005 -0.018 0.007
Si 20.412 4.157 13.484 0.001 0.007 0.004
Si 17.695 6.856 13.523 0.008 -0.005 -0.002
Si 20.412 9.608 13.452 -0.002 0 0.012
Si 17.691 12.315 13.503 -0.007 0.014 0.004
Si 20.43 15.042 13.473 0.001 -0.008 0.013
Si 23.134 1.463 13.422 -0.009 0.011 0.005
Si 25.863 4.179 13.377 0.016 -0.012 -0.001
Si 23.146 6.889 13.405 0.009 -0.009 0.008
Si 25.868 9.64 13.415 -0.007 -0.003 0.012
Si 23.152 12.345 13.433 0.008 -0.016 0.004
Si 25.86 15.082 13.402 -0.002 0.002 0.006
Si 28.575 1.47 13.388 0.001 0.003 0.004
Si 31.28 4.19 13.385 -0.005 0.007 -0.001
Si 28.569 6.916 13.377 0.005 0 0.001
Si 31.288 9.62 13.367 0.009 -0.003 0.002
Si 28.571 12.347 13.36 0.002 0.005 0.003
Si 31.279 15.037 13.374 0.014 -0.006 0.001
Si 33.997 1.436 13.387 -0.001 -0.006 0.003
Si 36.685 4.116 13.379 0.005 -0.003 -0.012
Si 33.984 6.877 13.394 0.012 -0.004 -0.001
Si 36.667 9.552 13.405 -0.009 0.017 -0.003
Si 33.978 12.314 13.374 -0.008 0.008 -0.01
Si 36.702 15.007 13.399 0 -0.013 -0.005
Si 39.369 1.367 13.428 -0.013 0.017 -0.004
Si 42.086 4.049 13.476 0.02 -0.008 0
Si 39.376 6.787 13.433 0.014 0.003 0.004
Si 42.122 9.517 13.484 0.001 -0.008 -0.001
Si 39.398 12.243 13.447 0.004 -0.005 0.001
Si 42.068 14.924 13.46 0.001 0.005 -0.002
Si 44.8 1.302 13.528 0.002 0.004 -0.004
Si 47.555 4.03 13.599 -0.01 0.004 -0.001
Si 44.834 6.779 13.546 -0.003 0.009 0.002
Si 47.55 9.432 13.569 -0.001 0.004 0
Si 44.809 12.184 13.485 -0.004 0.011 -0.01
Si 47.527 14.87 13.602 -0.003 0.015 0.002
Si 50.283 1.293 13.658 -0.015 0.01 0
Si 53.028 3.981 13.709 -0.004 -0.009 -0.008
Si 50.301 6.701 13.632 0.011 -0.004 -0.004
Si 53.013 9.386 13.755 -0.003 0.004 0.005
Si 50.279 12.123 13.69 0.002 0.006 0.004
Si 53.018 14.861 13.728 -0.012 -0.002 -0.005
Si 55.751 1.254 13.786 -0.001 -0.006 -0.001
Si 58.453 3.96 13.863 -0.006 0.023 0.009
Si 55.732 6.668 13.828 -0.002 0.016 0.009
Si 58.496 9.408 13.843 -0.002 -0.007 0.013
Si 55.764 12.134 13.774 -0.008 0.009 -0.001
Si 58.482 14.855 13.82 0.002 -0.019 -0.004
Si 61.193 1.278 13.878 -0.01 0.002 0.018
Si 63.941 4.019 13.874 -0.003 -0.001 0.007
Si 61.224 6.705 13.865 0.007 -0.008 0.009
Si 63.953 9.441 13.86 0.002 0.008 0.006
Si 61.212 12.143 13.835 0.001 0.005 -0.004
Si 63.914 14.889 13.85 -0.009 0.009 0.008
Si 0.008 16.262 15.184 0.005 -0.005 -0.001
Si 2.766 2.726 15.183 0.015 0.002 -0.006
Si 0.03 5.396 15.228 -0.01 0.005 -0.008
Si 2.787 8.117 15.181 0.008 0.011 0.003
Si 0.056 10.814 15.195 0 0.002 0
Si 2.749 13.563 15.184 -0.008 -0.003 0.005
Si 5.493 16.315 15.125 0.004 0.002 0.001
Si 8.189 2.728 15.105 0.009 0.005 -0.002
Si 5.501 5.404 15.161 -0.007 0.003 -0.002
Si 8.226 8.153 15.102 -0.007 -0.001 0
Si 5.501 10.866 15.158 -0.001 -0.004 0.003
Si 8.216 13.612 15.092 -0.005 -0.001 0.004
Si 10.915 16.348 15.068 0 0.013 0.002
Si 13.623 2.771 14.974 0.001 0.004 -0.005
Si 10.918 5.47 15.023 0.005 -0.005 -0.006
Si 13.649 8.2 14.958 0.007 0.01 -0.002
Si 10.939 10.898 15.026 0.001 0.001 -0.001
Si 13.634 13.655 14.996 0.001 0.002 0.009
Si 16.367 16.377 14.909 0.001 0.011 -0.001
Si 19.091 2.783 14.88 0.001 0.011 0.009
Si 16.347 5.49 14.903 -0.001 0.004 -0.005
Si 19.073 8.244 14.829 -0.011 -0.002 0.002
Si 16.353 10.969 14.891 0.001 0.003 -0.003
Si 19.069 13.68 14.825 0 -0.011 -0.005
Si 21.8 16.424 14.803 0.003 -0.006 0.003
Si 24.514 2.83 14.745 -0.011 0.005 0.002
Si 21.809 5.534 14.785 0.005 0.013 0
Si 24.494 8.271 14.747 0.002 -0.004 -0.005
Si 21.792 10.979 14.78 -0.011 0.008 0.001
Si 24.514 13.732 14.776 -0.013 0.003 0.003
Si 27.216 16.45 14.761 -0.004 -0.003 0.005
Si 29.912 2.858 14.747 -0.002 0.002 0.009
Si 27.209 5.556 14.724 -0.011 0.008 0.005
Si 29.924 8.288 14.73 -0.019 -0.001 0.008
Si 27.233 11.03 14.762 0.009 0.008 0
Si 29.913 13.691 14.738 -0.012 -0.012 -0.002
Si 32.628 16.407 14.729 -0.011 -0.004 0.005
Si 35.355 2.784 14.766 0.001 0.007 0.012
Si 32.619 5.552 14.768 -0.012 -0.004 0.004
Si 35.318 8.217 14.796 0.005 0.002 0.011
Si 32.625 10.977 14.749 0.003 0.01 0.018
Si 35.329 13.668 14.739 0 0.001 0.008
Si 38.035 16.338 14.814 -0.001 0.001 0.009
Si 40.692 2.71 14.819 0.009 -0.007 0.001
Si 38.003 5.436 14.794 -0.012 -0.015 0.017
Si 40.734 8.146 14.779 0 -0.001 0.003
Si 38.011 10.896 14.781 -0.006 -0.008 0.006
Si 40.74 13.575 14.857 -0.003 0.001 0.015
Si 43.389 16.269 14.841 0.014 -0.011 0.006
Si 46.155 2.657 14.891 0.004 -0.004 0.002
Si 43.437 5.407 14.836 0.002 -0.002 0
Si 46.186 8.122 14.951 -0.003 -0.009 0.011
Si 43.466 10.873 14.881 0.016 0.01 0.01
Si 46.13 13.481 14.904 -0.005 -0.014 0.01
Si 48.888 16.234 14.95 0.011 -0.003 0.004
Si 51.641 2.649 15.038 0.013 0.005 -0.008
Si 48.921 5.381 14.979 0.004 0.001 0.002
Si 51.638 7.983 15.076 0.001 -0.005 0.013
Si 48.897 10.714 14.99 -0.007 -0.011 0.011
Si 51.641 13.483 15.049 0.009 0.001 0.009
Si 54.372 16.21 15.111 0.009 -0.004 0.003
Si 57.062 2.59 15.221 0 -0.003 0.008
Si 54.341 5.283 15.165 -0.01 -0.011 0.005
Si 57.115 8.025 15.173 0.001 -0.003 -0.003
Si 54.39 10.752 15.091 0.011 -0.002 0.004
Si 57.12 13.478 15.16 0.005 -0.003 0.002
Si 59.802 16.22 15.214 -0.002 -0.003 0.004
Si 62.57 2.649 15.23 0.003 0.015 -0.009
Si 59.842 5.321 15.196 0.005 -0.003 -0.011
Si 62.594 8.073 15.231 0.007 -0.005 0
Si 59.874 10.771 15.205 0.014 0.011 0.001
Si 62.544 13.513 15.207 -0.009 -0.012 -0.006
O 0.439 4.053 26.195 0.053 -0.069 -0.312
O 5.59 2.71 22.446 -0.128 0.088 0.491
O 0.163 16.147 25.236 0.091 0.098 0.305
O 3.723 17.406 23.433 -0.609 0.153 0.109
O -0.015 2.63 22.274 0.151 -0.067 0.605
O 3.628 10.033 32.541 0.55 -0.108 0.06
O 4.352 9.901 27.361 0.186 -0.223 0.59
O 5.174 7.634 23.073 0.16 0.105 0.21
O 5.276 13.33 22.303 0.229 -0.032 0.343
O 0.288 11.311 26.056 -0.157 0.091 -0.04
O 6.427 14.072 25.596 -0.238 -0.351 0.004
O 6.794 15.217 23.267 0.084 0.088 0.004
O 14.884 4.54 28.726 0.095 0.438 -0.224
O 11.012 2.652 22.338 -0.007 -0.022 0.304
O 12.72 4.248 23.404 0.238 0.133 0.18
O 7.413 4.485 23.264 0.066 -0.02 0.256
O 6.992 8.822 30.281 0.384 -0.323 0.048
O 9.374 6.296 23.276 0.071 -0.345 0.097
O 10.061 12.841 23.12 -0.188 -0.047 0.25
O 14.455 11.129 25.275 0.371 0.419 0.109
O 13.713 16.348 22.16 0.051 0.01 0.318
O 19.717 16.826 27.69 -0.115 0.516 -0.195
O 12.404 3.848 28.465 -0.356 -0.12 0.267
O 16.721 3.015 24.993 -0.181 0.238 0.805
O 15.006 6.134 22.732 -0.199 -0.229 0.062
O 16.511 8.195 21.987 0.086 0.001 0.276
O 11.111 8.167 22.428 0.159 -0.081 0.383
O 12.978 9.895 23.274 0.01 -0.219 0.331
O 16.518 13.601 22.136 0.145 -0.147 0.308
O 18.565 15.086 22.918 0.366 -0.324 0.203
O 17.431 17.26 23.595 0.066 0.191 -0.109
O 21.774 2.755 22.009 -0.094 0.102 0.602
O 19.103 5.498 21.853 -0.216 -0.149 0.382
O 18.053 10.149 22.906 0.344 0.617 0.075
O 19.488 8.176 30.77 -0.273 -0.428 -0.186
O 19.068 14.326 27.005 -0.206 -0.139 0.15
O 32.318 4.208 30.425 -0.033 -0.238 0.602
O 22.321 10.763 24.799 0.295 0.203 0.281
O 21.991 13.811 22.074 0.06 0.092 0.277
O 26.326 15.043 24.129 0.235 0.136 0.429
O 25.876 18.162 23.212 0.096 -0.203 0.077
O 29.762 5.421 22.018 0.159 -0.25 0.607
O 23.233 4.636 22.927 -0.068 0.374 -0.156
O 21.161 10.145 28.314 0.153 0.007 -0.384
O 25.254 6.787 22.949 -0.327 -0.464 0.033
O 27.103 8.427 22.125 -0.118 -0.069 0.334
O 22.654 9.288 22.684 -0.453 -0.294 -0.14
O 24.543 11.035 21.965 0.132 -0.148 0.25
O 27.967 3.031 27.849 -0.145 0.192 0.034
O 28.382 14.592 22.672 0.099 -0.172 0.215
O 29.977 16.566 22.024 -0.179 -0.165 0.518
O 31.365 2.323 22.86 -0.265 0.203 0.197
O 33.931 10.189 26.124 0.256 -0.049 0.206
O 35.091 16.488 25.228 -0.307 -0.294 -0.051
O 26.334 4.822 26.741 -0.154 -0.093 -0.004
O 31.635 7.355 22.714 0.316 -0.229 0.485
O 28.372 10.504 23.074 -0.202 0.221 0.21
O 28.745 14.672 31.213 -0.555 -0.394 0.341
O 32.444 11.917 24.925 0.21 0.382 -0.068
O 30.788 12.422 22.905 -0.379 0.416 0.293
O 34.404 15.615 22.846 0.094 -0.328 0.243
O 37.99 2.697 22.011 -0.063 -0.133 0.521
O 34.431 5.65 29.967 0.174 0.41 -0.456
O 33.382 4.046 22.809 0.227 0.115 0.465
O 36.885 7.411 22.85 -0.218 0.39 0.039
O 37.593 13.227 22.103 0.104 0.023 0.67
O 39.418 14.719 23.159 -0.172 0.053 0.314
O 39.733 17.76 27.177 0.179 0.373 0.296
O 43.679 2.976 21.859 0.226 0.168 0.362
O 38.866 4.259 25.574 -0.297 -0.229 -0.242
O 43.492 6.051 25.603 0.701 0.056 0.065
O 42.54 5.933 23.055 -0.043 -0.316 0.222
O 39.04 6.551 24.074 0.06 -0.056 -0.243
O 40.67 10.819 22.2 -0.185 0.077 0.505
O 42.624 12.629 22.657 0.414 -0.309 0.072
O 36.46 9.828 30.046 -0.044 -0.282 0.13
O 47.613 17.179 27.583 0.695 0.091 0.255
O 44.199 14.807 22.883 -0.045 0.278 0.541
O 43.388 15.134 28.925 -0.338 -0.028 0.405
O 48.869 7.766 24.931 -0.067 -0.214 0.41
O 46.984 3.508 27.859 -0.18 0.203 -0.195
O 43.48 8.163 22.161 -0.004 0.023 0.403
O 46.151 9.773 27.323 0.199 0.246 0.167
O 50.073 9.576 28.471 -0.486 -0.322 -0.342
O 50.978 15.776 22.059 0.141 -0.008 0.146
O 55.022 3.71 23.203 -0.592 0.228 0.022
O 50.051 17.534 24.754 -0.069 -0.144 -0.042
O 48.237 2.081 22.157 -0.155 0.09 0.225
O 50.081 9.444 23.29 -0.165 -0.052 0.065
O 51.838 11.073 22.27 0.093 -0.021 0.557
O 53.881 13.12 22.312 -0.092 0.029 0.27
O 58.983 2.249 22.858 -0.023 0.36 -0.252
O 56.553 16.163 25.48 0.344 0.422 -0.033
O 60.999 3.764 23.319 0.009 0.173 0.557
O 51.436 17.801 31.045 0.178 -0.225 -0.237
O 60.369 8.275 22.572 -0.053 -0.354 -0.325
O 54.366 8.092 22.326 0.081 -0.073 0.272
O 55.996 9.934 23.233 0.001 0.043 0.512
O 58.253 11.263 23.15 0.337 -0.066 0.333
O 59.727 13.36 22.403 -0.22 -0.145 0.156
O 61.355 15.081 23.472 0.111 -0.239 0.138
O 61.106 17.627 24.074 0.492 0.192 -0.315
O 58.193 3.849 32.622 0.132 -0.544 0.023
O 55.724 3.472 28.977 -0.411 -0.042 -0.525
O 60.169 13.413 26.323 0.016 0.043 -0.215
O 62.586 5.232 21.904 0.039 -0.136 0.069
O 63.333 4.742 25.234 -0.073 -0.129 -0.156
O 61.749 10.401 23.181 0.045 0.268 0.079
O 42.698 13.516 26.998 -0.492 -0.288 0.297
O 63.616 12.198 23.359 -0.168 0.393 0.315
O 51.325 15.2 24.745 -0.059 -0.275 -0.35
O 37.182 17.23 26.559 0.224 -0.059 -0.445
O 3.232 8.3 25.587 -0.038 -0.334 0.067
O 8.767 5.129 29.554 -0.032 0.224 0.659
O 1.327 4.481 23.346 -0.022 0.02 0.49
O 50.784 6.395 30.066 0.57 0.034 -0.077
O 42.303 6.237 28.006 0.192 0.055 0.114
O 58.915 8.523 33.486 -0.014 0.012 -0.388
O 27.902 6.854 32.162 0.227 0.087 -0.347
O 27.195 10.963 28.199 0.102 0.583 -0.045
O 64.133 18.488 25.318 0.119 0.072 -0.156
O 15.148 18.296 23.059 -0.324 0.532 0.239
O 55.819 7.36 29.45 0.584 -0.089 0.396
O 17.6 16.611 30.218 0.27 -0.036 -0.681
O 43.975 7.796 32.443 0.308 0.133 -0.293
O 12.515 17.709 27.729 -0.1 0.17 0.157
O 35.116 16.572 32.953 0.19 0.642 0.018
O 11.969 14.661 23.093 0.216 0.442 0.264
O 3.656 18.311 25.924 -0.112 0.519 -0.334
O 17.008 5.555 24.459 0.221 0.254 0.485
O 17.015 7.718 29.466 0.033 -0.544 0.151
O 17.369 4.252 27.963 -0.199 0.038 -0.319
O 33.132 17.901 32.092 -0.046 0.077 -0.385
O 15.209 14.401 30.224 -0.209 -0.188 -0.717
O 23.888 5.862 25.036 -0.347 -0.039 0.278
O 12.555 10.395 26.748 -0.092 0.479 0.081
O 7.465 13.733 28.056 -0.325 0.339 0.415
O 16.991 17.957 32.323 0.331 0.041 -0.155
O 61.413 6.333 24.156 -0.285 -0.164 -0.21
O 59.06 13.684 33.663 -0.142 -0.048 -0.434
O 8.835 4.814 25.458 0.172 0.161 0.242
O 19.778 10.104 32.442 0.55 -0.016 -0.131
O 21.082 13.214 28.36 -0.309 -0.498 0.343
O 27.521 10.525 30.808 -0.251 0.107 0.362
O 19.19 3.955 24.618 0.054 -0.444 -0.303
O 15.953 11.916 30.2 0.651 -0.088 -0.133
O 31.592 8.555 32.905 -0.105 0.004 -0.222
O 21.813 4.153 25.185 0.083 -0.301 0.275
O 10.487 16.534 25.697 0.51 0.316 0.232
O 58.832 11.137 29.119 -0.099 -0.106 0.233
O 24.187 3.155 24.849 0.07 -0.018 0.211
O 28.368 8.75 29.158 0.206 0.33 -0.099
O 45.061 16.213 30.587 0.043 -0.16 0.109
O 19.423 4.858 32.207 -0.604 0.505 -0.147
O 2.936 4.248 32.476 -0.308 -0.1 -0.012
O 3.222 11.25 22.323 -0.016 0.072 0.19
O 60.427 15.257 28.241 0.201 0.24 0.032
O 27.399 4.537 30.98 0.068 -0.263 -0.375
O 29.407 16.934 30.186 0.046 0.591 0.098
O 51.809 4.968 25.164 -0.195 -0.32 -0.264
O 53.246 13.07 28.17 0.661 -0.016 0.383
O 36.377 9.173 27.447 -0.172 0.518 -0.088
O 21.03 6.114 30.496 0.234 -0.136 -0.527
O 32.821 6.488 31.853 -0.073 -0.384 0.01
O 27.912 16.991 32.383 -0.144 -0.393 -0.065
O 11.615 9.324 31.055 -0.094 -0.409 0.312
O 31.55 3.216 33.144 0.029 -0.069 -0.218
O 16.109 7.384 31.892 -0.286 -0.261 -0.515
O 36.434 14.364 32.537 0.054 -0.289 0.139
O 34.88 17.401 27.758 -0.232 0.079 -0.232
O 8.383 15.419 32.226 -0.151 0.334 -0.592
O 46.072 8.272 30.337 -0.412 -0.025 0.198
O 56.336 5.651 33.415 0.129 0.134 -0.252
O 61.605 5.724 30.341 0.235 0.251 -0.337
O 31.627 5.781 26.611 0.133 0.323 -0.507
O 39.638 12.371 27.85 -0.021 0.339 0.011
O 7.062 11.413 30.372 -0.04 0.533 -0.351
O 10.656 18.374 32.394 0.196 -0.246 -0.4
O 50.845 3.764 29.818 -0.224 -0.341 -0.086
O 3.031 16.243 32.756 0.173 0.18 -0.404
O 55.815 15.764 28.078 0.145 -0.131 0.343
O 44.011 13.156 24.796 0.532 -0.075 -0.045
O 1.196 12.266 28.234 -0.419 0.028 0.278
O 35.217 5.623 21.94 0.033 0.143 0.466
O 55.594 2.945 31.446 0.414 0.247 0.217
O 6.742 17.017 33.395 0.001 0.031 -0.558
O 36.316 6.591 27.25 -0.327 -0.473 -0.223
O 41.315 18.11 30.793 -0.307 -0.079 -0.117
O 19.227 16.234 25.208 0.649 -0.054 -0.057
O 46.588 9.971 32.358 -0.329 0.405 -0.075
O 2.804 15.901 25.493 0.051 -0.058 0.267
O 36.892 5.196 29.547 0.302 -0.181 0.239
O 39.941 15.913 30.192 0.213 -0.207 -0.102
O 45.827 10.848 24.995 -0.592 0.051 0.132
O 23.399 8.919 28.253 -0.089 -0.05 -0.247
O 33.211 12.781 32.074 0.521 -0.494 -0.379
O 17.379 9.549 31.393 -0.136 0.496 0.416
O 9.293 10.05 30.279 -0.049 0.532 0.445
O 43.881 18.649 30.266 0.357 0.163 -0.365
O 47.939 3.258 30.259 0.175 -0.247 -0.101
O 52.115 10.878 27.435 -0.058 0.067 0.308
O 10.264 6.212 27.629 -0.091 -0.203 -0.021
O 45.418 18.192 26.637 -0.464 0.484 0.125
O 42.021 9.594 32.617 0.087 0.236 -0.131
O 47.162 7.513 28.109 0.613 -0.185 -0.367
O 47.538 11.993 26.587 0.213 -0.025 0.017
O 63.848 9.956 24.674 -0.189 -0.252 -0.312
O 47.227 11.86 23.028 0.189 0.196 0.188
O 52.521 3.295 27.15 0.193 0.331 0.232
O 8.374 3.338 27.668 -0.282 0.079 -0.197
O 2.382 5.782 30.556 0.159 -0.012 -0.518
O 48.88 5.098 28.712 0.1 0.079 -0.476
O 55.49 14.862 23.421 -0.01 -0.031 0.695
O 49.772 13.242 25.664 -0.091 -0.392 -0.632
O 46.18 18.302 31.623 0.056 -0.11 -0.003
O 51.155 5.376 27.675 0.129 0.62 -0.17
O 29.029 6.271 29.868 0.361 -0.034 -0.351
O 52.631 9.249 32.617 -0.15 -0.081 -0.278
O 54.13 17.688 27.859 0.297 0.224 0.035
O 56.813 12 27.72 0.227 0.285 0.072
O 34.953 16.999 30.362 0.345 -0.269 -0.006
O 56.884 2.956 24.906 0.065 -0.165 -0.001
O 55.733 13.87 26.331 -0.232 0.026 -0.164
O 57.516 5.273 28.515 0.058 0.385 0.548
O 48.661 18.428 32.6 -0.116 -0.051 -0.444
O 59.63 6.498 27.544 0.542 -0.366 0.088
O -0.29 4.745 29.312 0.347 -0.045 0.462
O 59.459 2.965 25.35 0.199 0.182 0.562
O 17.743 13.943 30.533 0.309 -0.471 -0.161
O 5.593 7.64 32.304 -0.331 0.022 -0.11
O 58.246 3.338 30.013 0.256 -0.634 0.058
O 56.598 11.813 25.037 -0.19 0.193 -0.34
O 61.066 10.824 30.45 -0.216 -0.356 -0.083
O 11.639 11.707 32.274 -0.019 -0.223 -0.021
O 39.812 13.797 25.635 0.135 -0.299 -0.04
O 16.132 5.641 0.137 -0.033 -0.004 0.211
O 18.919 6.406 28.212 0.264 0.097 -0.231
O 27.4 10.573 25.564 0.145 -0.579 -0.223
O 45.085 13.58 30.214 0.325 -0.002 -0.072
O 59.052 5.684 30.985 -0.774 0.445 -0.044
O 41.278 15.942 32.406 0.07 0.088 -0.315
O 50.236 8.868 30.971 0.462 0.029 0.556
O 14.446 5.287 25.105 0.234 -0.32 0.482
O 62.154 11.824 25.472 0.075 0.441 -0.009
O 61.727 8.174 27.858 0.079 0.165 -0.079
O 23.435 18.673 29.835 0.116 0.436 -0.088
O 35.268 10.383 32.256 -0.609 0.212 -0.085
O 62.677 4.603 32.445 -0.107 0.358 -0.102
O 60.533 3.551 31.32 -0.08 -0.697 0.249
O 5.38 16.431 25.19 0.275 0.004 0.368
O 5.647 6.742 29.827 -0.352 -0.53 0.305
O 1.642 7.127 23.809 -0.52 0.047 -0.474
O 55.433 12.146 32.594 -0.088 0.187 -0.543
O 62.009 14.97 30.324 0.241 0.588 -0.326
O 63.351 14.868 32.602 0.225 -0.038 -0.272
O 35.212 3.143 29.471 0.3 -0.015 -0.058
O 53.702 13.806 33.491 0.009 0.04 -0.357
O 5.809 4.944 28.05 0.121 -0.145 -0.47
O 10.505 13.966 32.569 0.258 0.439 -0.033
O 33.752 9.098 22.776 0.231 -0.083 0.194
O 53.574 6.792 25.724 0.698 -0.186 -0.09
O 9.588 12.23 28.199 0.46 0.019 -0.029
O 19.224 10.713 29.952 -0.313 0.55 0.024
O 42.507 3.61 32.286 0.545 0.035 0.255
O 12.959 5.791 30.207 -0.019 0.537 -0.153
O 7.156 5.767 33.285 0.226 -0.186 -0.539
O 2.15 8.265 31.488 0.063 0.074 0.426
O 50.734 17.126 33.481 0.343 0.007 0.334
O 24.114 8.515 24.668 0.471 0.485 0.26
O 29.311 12.316 30.188 -0.227 -0.13 -0.425
O 41.947 18.059 25.781 -0.042 0.435 0.54
O 8.773 3.872 32.524 -0.28 0.04 -0.3
O 13.375 4.909 32.56 0.222 0.216 -0.097
O 58.031 5.099 25.974 0.104 0.101 -0.288
O 27.854 6.766 27.507 0.303 -0.255 -0.381
O 23.938 15.422 22.908 -0.214 0.359 0.166
O 49.493 13.287 32.73 0.083 -0.239 -0.058
O 19.863 15.351 29.868 0.346 -0.327 -0.106
O 54.839 9.874 31.372 -0.095 0.189 -0.652
O 48.982 13.712 22.152 0.122 0.117 0.336
O 18.864 15.586 32.296 -0.093 0.589 0.097
O 24.442 15.194 32.074 -0.253 0.424 -0.335
O 60.044 7.818 29.8 -0.362 0.398 0.151
O 63.978 9.374 27.223 0.137 0.188 0.396
O 8.423 10.997 22.246 0.053 0.122 0.295
O 40.893 10.695 29.516 -0.356 -0.099 0.351
O 60.6 11.707 32.891 -0.128 -0.19 -0.111
O 30.404 2.984 29.085 -0.279 0.049 0.371
O 13.047 15.833 29.612 -0.622 0.058 0.051
O 36.385 12.345 30.889 0.231 -0.079 -0.033
O 2.057 3.141 30.284 -0.334 0.169 0.09
O 25.308 2.888 28.055 -0.265 0.282 -0.106
O 56.581 11.504 30.347 0.145 0.569 0.023
O 20.638 19.32 33.47 -0.044 -0.106 -0.231
O 33.075 12.118 27.581 -0.38 -0.061 0.038
O 11.067 4.418 31.369 -0.052 -0.006 -0.519
O 32.534 3.729 27.75 0.633 -0.124 -0.079
O 16.127 13.209 32.471 -0.281 0.38 0.046
O 40.118 16.329 25.042 -0.226 0.227 -0.484
O 29.739 4.956 32.141 0.441 0.089 -0.436
O 3.692 12.057 28.861 0.583 0.246 0.43
O 1.831 9.663 23.653 -0.145 0.235 0.329
O 56.961 5.239 22.326 -0.001 0.097 0.157
O 9.448 17.047 23.267 0.017 -0.108 0.01
O 14.926 9.069 26.774 -0.035 -0.488 0.379
O 4.393 9.007 30.334 0.05 0.237 -0.499
O 24.661 12.603 31.34 0.291 0.008 0.088
O 9.754 7.518 29.854 -0.077 -0.202 0.314
O 3.584 5.607 22.93 0.085 -0.518 -0.047
O 24.954 16.769 28.927 -0.331 -0.205 -0.015
O 13.107 3.267 25.917 0.576 -0.189 -0.27
O 46.239 15.941 25.743 0.034 -0.365 -0.685
O 56.814 9.567 28.575 0.347 -0.131 0.067
O 33.597 13.682 29.606 -0.054 0.331 -0.353
O 42.9 9.038 30.334 0.236 -0.23 -0.338
O 59.476 17.547 32.567 0.056 0.526 -0.309
O 19.993 17.323 22.916 0.217 -0.22 0.272
O 27.946 12.837 24.489 0.471 0.427 0.508
O 1.185 6.117 27.625 0.208 0.384 0.012
O 35.737 4.373 31.81 -0.072 0.082 -0.063
O 31.595 14.07 33.518 -0.038 -0.019 -0.014
O 35.765 14.965 27.118 -0.122 -0.012 0.403
O 5.097 7.37 27.336 -0.287 -0.185 -0.127
O 28.25 12.234 32.602 0.321 -0.059 -0.179
O 0.652 6.48 32.522 0.115 -0.53 -0.094
O 18.769 9.073 27.951 -0.036 0.052 -0.421
O 63.562 3.412 27.541 -0.513 0.106 0.138
O 50.2 11.462 30.348 0.238 -0.068 0.558
O 4.461 4.184 30.279 0.483 0.319 0.346
O 60.113 13.236 29.875 -0.377 0.023 0.002
O 5.495 12.225 27.058 0.161 0.011 -0.19
O 41.444 15.854 27.277 -0.199 -0.311 0.558
O 12.974 6.275 27.705 0.491 0.281 0.133
O 38.965 7.096 31.896 -0.142 0.031 -0.568
O 1.698 14.958 23.43 0.523 0.197 0.246
O 47.244 9.234 23.506 0.166 -0.025 -0.169
O 38.598 13.01 32.133 0.507 0.218 -0.394
O 15.062 17.019 30.77 -0.214 0.251 0.026
O 51.366 14.68 27.29 -0.109 0.496 0.135
O 37.645 14.599 30.223 -0.312 0.01 -0.355
O 42.467 8.363 26.297 -0.359 -0.104 -0.349
O 26.339 13.993 33.281 -0.088 -0.063 -0.502
O 43.092 3.696 24.46 0.486 -0.089 0.16
O 8.321 12.79 32.222 0.355 -0.147 0.262
O 37.935 17.024 29.011 -0.344 0.109 0.398
O 15.148 9.403 30.083 -0.283 -0.281 -0.005
O 37.465 13.091 26.472 0.08 -0.168 -0.351
O 49.473 12.602 28.158 -0.098 -0.497 0.017
O 39.154 17.467 32.197 -0.223 -0.157 -0.022
O 50.952 11.166 33.414 0.045 0.094 -0.294
O 17.264 16.304 27.044 0.114 -0.021 0.109
O 29.622 14.711 28.76 0.08 -0.339 -0.47
O 45.959 15.229 28.337 0.081 0.024 0.231
O 47.24 4.252 32.513 0.216 0.19 -0.421
O 18.971 8.131 24.263 -0.268 -0.29 -0.165
O 48.248 8.382 33.454 0.166 0.154 -0.447
O 13.299 11.26 30.222 -0.425 0.248 -0.487
O 31.385 9.99 23.261 -0.187 0.186 -0.316
O 0.778 17.616 32.66 -0.306 0.021 -0.413
O 38.869 14.838 27.932 -0.056 0.35 -0.277
O 48.664 13.694 30.374 -0.312 0.154 -0.323
O 1.709 11.214 33.672 -0.162 -0.037 -0.183
O 6.841 3.252 29.749 -0.074 -0.432 0.588
O 24.288 10.211 32.276 -0.216 -0.164 -0.239
O 24.172 14.203 25.253 -0.251 -0.303 0.018
O 25.56 12.26 26.508 -0.104 0.164 -0.136
O 46.345 7.793 25.571 -0.343 -0.285 -0.134
O 15.756 18.523 27.604 -0.087 0.061 -0.205
O 63.928 6.817 28.118 -0.412 -0.35 -0.029
O 29.907 11.219 25.06 0.114 -0.132 0.639
O 32.66 13.884 21.988 -0.107 0.086 0.331
O 19.624 10.541 25.009 -0.217 -0.217 0.545
O 7.264 9.083 23.309 0.507 0.18 0.474
O 53.677 6.366 28.348 -0.064 -0.438 -0.1
O 48.099 14.582 27.06 0.126 0.31 -0.174
O 53.462 7.747 30.569 -0.407 0.029 -0.365
O 59.474 15.701 30.655 0.051 0.065 -0.394
O -0.774 14.003 30.42 0.104 -0.023 -0.623
O 50.445 9.623 25.88 -0.004 0.514 0.015
O 61.15 11.654 27.959 0.407 -0.277 0.117
O 49.556 3.562 23.653 0.259 0.553 0.219
O 21.503 3.66 30.97 0.562 0.293 0.356
O 37.382 19.209 33.104 0.073 0.144 -0.363
O 14.706 16.147 27.677 0.291 -0.492 -0.002
O 54.617 5.306 30.596 -0.089 0.201 0.475
O 23.055 10.928 30.038 -0.106 0.29 -0.355
O 41.871 14.608 24.165 0.25 0.229 -0.13
O 20.907 6.925 22.932 0.338 -0.009 -0.014
O 21.548 8.348 24.954 -0.029 0.043 0.452
O 52.389 17.298 23.452 0.217 0.245 0.209
O -0.904 19.309 33.548 -0.103 -0.151 -0.489
O 60.064 8.28 25.168 0.287 -0.095 0.424
O 2.588 5.398 25.441 0.676 -0.112 0.339
O 7.175 6.738 24.611 -0.287 -0.047 0.239
O 13.667 10.144 32.482 0.072 0.142 -0.283
O 20.218 6.201 25.439 -0.339 0.39 0.536
O 54.495 11.523 26.489 -0.069 -0.676 0.023
O 4.759 18.846 28.256 0.42 -0.457 0.085
O 0.024 12.694 32.525 -0.339 -0.177 -0.256
O 0.908 15.047 32.113 -0.051 0.037 0.479
O 20.793 12.733 25.748 0.278 0.189 -0.247
O 34.878 7.893 25.615 0.083 -0.377 -0.316
O 50.044 6.746 32.56 0.159 -0.328 -0.089
O 32.073 6.482 29.26 -0.005 0.174 0.002
O 2.755 3.981 27.515 0.121 0.237 0.279
O 25.673 14.47 29.834 0.281 -0.474 0.124
O 48.341 7.125 30.555 -0.166 -0.343 0.055
O 26.146 8.569 33.109 0.152 -0.078 -0.521
O 5.826 12.16 32.575 -0.503 -0.41 -0.488
O 42.837 13.981 33.224 0.104 0.031 -0.425
O 57.624 16.314 22.977 0.061 -0.555 0.177
O 4.706 19.025 33.496 0.093 0.007 -0.336
O 25.436 9.611 26.87 0.034 -0.242 -0.575
O 20.585 12 23.153 -0.106 -0.264 0.216
O 0.667 8.704 25.737 0.15 -0.253 0.147
O 15.136 3.147 33.307 -0.091 -0.031 -0.441
O 22.005 8.584 30.346 0.28 -0.06 0.27
O 7.726 10.298 32.664 -0.388 -0.415 -0.368
O 9.719 8.536 33.221 -0.134 0.051 -0.523
O 43.143 11.737 30.278 -0.598 0.568 0.12
O 17.447 3.699 22.654 -0.125 -0.594 0.03
O 57.772 9.496 25.145 -0.162 -0.334 0.032
O 25.772 9.109 29.414 -0.352 0.078 0.479
O 12.402 16.823 33.458 -0.087 -0.17 -0.434
O 29.929 10.37 31.979 0.221 0.105 -0.648
O 11.573 6.796 32.345 -0.027 0.112 -0.426
O 45.639 16.456 33.667 0.031 0.142 -0.216
O 14.73 11.801 22.849 0.085 -0.229 0.176
O 54.767 8.496 27.315 0.118 0.753 -0.49
O 30.21 3.421 26.549 -0.41 0.052 -0.565
O 21.969 15.654 28.311 0.178 0.325 -0.34
O 43.809 17.605 32.499 -0.53 -0.131 -0.214
O 32.863 8.048 27.393 -0.037 0.077 0.369
O 51.245 13.826 29.741 0.001 0.337 0.695
O 20.679 13.9 33.182 -0.085 -0.122 -0.35
O 26.219 7.033 25.371 0.312 0.416 -0.231
O 22.35 17.829 32.143 0.399 -0.579 -0.259
O 9.948 10.228 26.449 0.045 -0.12 -0.717
O 41.097 5.316 25.074 -0.09 0.321 0.698
O 23.291 5.949 33.183 -0.093 0.04 -0.407
O 17.893 11.446 33.451 -0.2 0.088 -0.389
O 21.315 7.64 32.637 -0.523 0.326 0.289
O 22.329 11.993 32.369 -0.118 -0.2 -0.142
O 45.604 10.967 30.248 0.02 0.042 -0.43
O 30.357 16.196 32.563 0.299 0.674 -0.06
O 15.531 7.681 24.708 -0.432 0.304 -0.384
O 39.746 4.293 23.044 0.428 0.032 0.124
O 59.301 9.047 27.479 -0.207 0.174 0.254
O 24.929 4.405 31.987 -0.318 0.255 -0.574
O 55.433 17.158 32.855 -0.089 -0.324 -0.16
O 46.513 5.518 29.644 -0.356 -0.203 0.362
O 33.63 17.983 23.816 0.021 -0.214 -0.099
O 9.234 14.083 30.099 0.235 0.152 -0.108
O 59.79 10.908 25.772 -0.268 0.288 -0.213
O 63.119 7.359 25.775 -0.174 0.264 -0.072
O 0.36 7.208 29.948 -0.152 0.667 -0.148
O 23.534 13.499 27.671 -0.213 -0.631 -0.158
O 54.756 7.645 32.749 -0.054 0.056 -0.256
O 34.236 11.158 29.891 -0.363 -0.474 0.121
O 57.781 2.905 27.41 0.061 -0.484 0.021
O 38.91 9.039 23.132 -0.122 0.227 0.402
O 25.944 18.703 30.521 0.45 -0.398 0.128
O 54.372 2.62 25.537 0.117 0.328 0.161
O 25.258 7.094 27.769 -0.358 -0.17 0.057
O 60.147 15.9 25.72 -0.428 0.432 -0.003
O 62.799 16.17 25.411 0.088 -0.354 0.496
O 58.104 14.87 27.109 -0.129 -0.047 0.537
O 62.892 3.37 30.089 -0.15 -0.483 0.136
O 2.928 11.858 26.346 0.226 -0.273 -0.644
O -0.132 18.453 29.278 -0.121 -0.32 0.006
O 21.041 17.679 29.809 -0.448 0.09 0.024
O 19.326 4.257 29.663 -0.41 -0.572 0.093
O 16.489 2.77 29.997 0.183 0.314 0.411
O 26.231 12.944 22.612 -0.097 -0.059 0.335
O 57.386 17.341 30.971 -0.013 0.367 -0.226
O 47.8 2.493 25.503 -0.415 0.015 -0.351
O 25.753 14.806 27.242 0.315 0.136 -0.45
O 44.212 17.556 24.485 0.415 -0.239 -0.394
O 45.683 4.979 22.071 0.131 -0.075 0.35
O 52.276 15.541 32.345 0.384 -0.271 -0.544
O 40.087 11.226 33.228 -0.038 0.013 -0.403
O 50.065 3.405 26.242 -0.238 -0.015 0.469
O 43.828 15.915 26.453 0.074 -0.076 -0.389
O 15.443 17.121 25.386 -0.557 -0.437 -0.223
O 11.519 8.041 26.259 0.231 0.043 -0.591
O 7.945 11.972 26.172 0.151 -0.021 -0.75
O 40.639 10.098 26.968 -0.493 -0.226 -0.585
O 26.704 19.229 32.96 -0.383 0.272 0.226
O 44.607 12.201 32.402 0.605 -0.164 -0.119
O 51.826 3.907 32.241 -0.184 0.378 -0.203
O 33.259 15.353 31.555 -0.273 0.113 0.058
O 44.926 12.123 27.033 0.215 0.449 0.568
O 22.993 14.145 30.124 -0.249 -0.139 0.146
O 32.285 3.63 25.068 0.278 0.199 0.079
O 45.492 5.86 33.386 -0.168 -0.137 -0.552
O 48.026 10.024 30.089 -0.178 0.308 -0.117
O 55.416 17.514 23.585 -0.5 0.119 -0.164
O 64.345 8.428 33.409 0.083 -0.047 -0.276
O 1.744 16.855 30.414 0.286 -0.285 -0.468
O 38.638 5.757 27.701 0.504 0.322 -0.014
O 12.435 12.299 24.104 -0.128 -0.023 0.328
O 2.175 10.56 30.258 -0.296 -0.155 0.151
O 40.567 4.207 27.754 0.472 -0.216 -0.426
O 17.134 9.671 25.357 -0.007 0.643 0.319
O 36.131 17.543 23.031 0.102 0.172 0.301
O 53.238 15.505 29.02 -0.098 0.023 0.461
O 31.245 13.942 30.67 0.088 -0.092 -0.019
O 52.116 8.268 27.395 -0.354 -0.261 0.066
O 32.416 8.337 24.929 -0.563 -0.428 0.266
O 10.69 3.135 26.666 -0.088 -0.141 0.161
O 38.047 3.155 27.805 -0.308 0.055 0.469
O 19.917 4.234 27.108 0.099 -0.242 0.298
O 49.758 15.725 31.535 -0.053 0.082 -0.556
O 53.619 19.024 33.552 0.174 -0.013 -0.409
O 62.669 10.172 32.471 -0.201 -0.09 -0.33
O 40.342 5.011 32.419 -0.278 -0.311 -0.082
O 62.581 12.642 31.488 0.272 -0.146 0.246
O 47.428 14.877 32.501 -0.327 -0.259 -0.563
O 40.343 5.913 29.851 -0.259 0.386 -0.259
O 27.644 3.312 22.05 0.105 -0.047 0.291
O 60.73 7.132 32.362 0.487 -0.151 0.039
O 63.961 6.66 23.455 0.307 0.062 0.175
O 4.308 14.043 33.446 -0.062 -0.133 -0.454
O 5.752 8.858 25.348 0.161 0.336 0.354
O 52.369 17.245 26.019 0.108 -0.39 0.193
O 57.712 15.516 32.647 -0.636 0.066 -0.268
O 26.47 2.35 25.764 0.284 -0.292 -0.097
O 1.803 13.134 30.565 0.209 0.334 -0.079
O 43.029 10.197 28.109 0.329 0.099 -0.206
O 7.862 10.21 28.121 -0.559 -0.399 -0.424
O 42.779 11.077 25.766 0.045 -0.003 -0.563
O 12.318 15.215 27.107 0.142 -0.416 0.148
O 63.891 16.95 23.216 -0.367 -0.302 -0.042
O 53.321 3.086 30.167 -0.059 -0.289 -0.176
O 57.156 10.202 32.619 0.217 -0.137 -0.161
O 13.777 15.172 32.155 -0.195 -0.508 -0.29
O 45.08 10.318 22.587 -0.249 0.175 -0.038
O 14.698 11.237 28.046 0.36 0.345 -0.067
O 35.489 11.113 22.068 0.161 -0.084 0.287
O 30.265 7.594 27.877 -0.062 0.426 -0.238
O 11.82 5.555 25.503 -0.339 0.004 -0.227
O 0.033 13.59 22.136 -0.205 -0.114 0.063
O 37.466 8.197 25.284 0.151 0.183 0.194
O 41.602 7.164 31.729 0.182 -0.244 0.036
O 9.369 19.062 30.195 -0.141 -0.502 -0.139
O 61.614 16.503 33.54 0.031 -0.09 -0.409
O 42.214 4.145 29.726 0.15 0.074 0.016
O 35.571 12.622 28.226 0.523 -0.243 0.365
O 37.681 7.703 29.191 0.238 -0.121 0.534
O 8.756 18.571 25.254 -0.29 0.16 -0.184
O 11.145 9.232 28.55 0.179 -0.161 -0.114
O 24.632 16.846 25.021 -0.2 -0.071 0.399
O 58.817 6.559 23.49 -0.353 -0.228 0.625
O 29.587 17.279 27.626 0.401 -0.151 -0.376
O 37.174 8.613 32.996 0.007 -0.039 -0.222
O 54.938 16.958 30.26 -0.061 -0.23 0.26
O 42.007 17.909 23.14 -0.384 -0.232 0.341
O 19.148 11.705 27.544 -0.335 -0.128 0.054
O 7.68 6.919 28.082 -0.013 0.146 -0.223
O 34.864 12.728 25.763 0.175 0.031 -0.551
O 46.208 16.433 22.094 0.107 0.162 0.671
O 51.405 7.559 24.531 -0.048 0.166 -0.217
O 2.242 17.879 28.14 -0.036 -0.603 -0.225
O 7.998 16.116 25.327 0.083 -0.104 0.46
O 1.213 13.798 25.888 -0.323 0.16 0.196
O 52.367 12.881 25.681 0.341 -0.169 -0.479
O 27.445 16.15 28.649 -0.214 0.144 -0.184
O 10.817 13.939 25.364 -0.527 -0.16 0.261
O 57.135 7.375 27.112 0.008 0.443 -0.273
O 9.81 14.827 27.644 -0.233 0.493 0.22
O 17.006 7.5 26.863 0.128 -0.484 -0.133
O 32.886 18.156 29.348 -0.347 -0.6 -0.101
O 44.614 7.515 27.499 -0.149 -0.095 0.114
O 47.154 6.639 23.318 -0.031 -0.38 0.507
O 52.973 6.079 23.166 0.121 -0.27 0.174
O 38.543 10.119 28.555 0.064 0.187 -0.095

Results
total energy: -406620.841 eV
total energy less fixed offsets of O -438.35, Si -107.03 eV per atom: -8.041 eV
